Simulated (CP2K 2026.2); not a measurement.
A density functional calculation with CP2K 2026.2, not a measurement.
Periodic cell of 2136 atoms, Si1432O704, from a study of silicon, its oxide and their interface. The atomic structure is a simulated model.
Doubt: the forces sum to 2.90 eV/angstrom along one axis rather than to zero, so they err by at least 0.0014 eV/angstrom per atom on average; the grid cutoff is modest.

Settings: functional PBE; method Gaussian and plane waves; basis set DZVP-MOLOPT-SR-GTH; pseudopotentials GTH-PBE; grid cutoff 300 Ry, relative cutoff 40 Ry; k points Gamma only; occupations fixed; spin none; net charge 0.

Cell vectors (angstrom)
a 32.664 0 0
b 0 32.664 0
c 0.2067 -0.0263 35.4088

Atoms: element, x, y, z (angstrom)
Si -0.188 0.038 0.081
Si 3.472 2.473 -0.36
Si 0.302 5.833 -0.494
Si 3.599 7.595 -0.003
Si 0.35 10.666 -0.129
Si 2.489 13.862 0.038
Si 0.301 16.133 0.065
Si 2.191 19.784 0
Si -0.035 21.907 0.448
Si 2.755 24.611 0.389
Si 0.549 26.74 0.033
Si 3.221 29.722 0.285
Si 5.536 0.212 0.271
Si 8.646 2.797 0.061
Si 5.307 5.806 0.006
Si 8.014 8.492 0.178
Si 5.817 10.649 -0.08
Si 8.533 13.254 -0.039
Si 5.303 16.451 -0.059
Si 8.166 19.042 0.014
Si 4.911 22.372 -0.002
Si 8.713 23.978 0.135
Si 4.978 28.063 0.197
Si 7.66 30.588 -0.129
Si 10.782 0.532 0.133
Si 13.421 2.94 -0.006
Si 12.122 5.663 -0.647
Si 14.871 7.03 -1.049
Si 10.729 11.015 -0.103
Si 13.563 13.514 0.451
Si 11.335 15.647 0.065
Si 12.817 19.299 -0.107
Si 10.703 21.572 0.469
Si 13.282 25.043 -0.149
Si 9.564 25.634 1.605
Si 13.656 29.579 0.204
Si 16.511 -0.251 0.098
Si 18.544 3.294 0.067
Si 15.007 4.015 1.41
Si 19.698 7.774 -0.096
Si 15.79 11.369 0.063
Si 19.255 13.352 0.32
Si 16.581 16.931 -0.382
Si 18.938 19.602 -0.373
Si 16.724 21.922 -0.598
Si 18.815 24.756 -0.249
Si 15.96 27.522 0.027
Si 18.7 30.177 0.094
Si 21.578 0.072 -0.286
Si 24.057 3.236 -0.082
Si 21.814 5.445 0.291
Si 24.645 7.931 -0.035
Si 21.61 11.283 0.173
Si 24.82 13.4 0.284
Si 21.504 15.964 0.011
Si 23.936 18.972 -0.281
Si 22.191 21.618 -0.097
Si 24.374 24.814 0.14
Si 22.118 26.986 -0.145
Si 24.874 29.623 -0.059
Si 27.521 -0.621 0.285
Si 30.225 2.206 0.001
Si 26.713 5.519 -0.237
Si 30.84 8.186 -0.63
Si 27.046 11.232 0.212
Si 29.566 13.935 0.369
Si 27.388 16.165 0.167
Si 29.694 19.361 0.119
Si 27.548 21.616 -0.053
Si 30.498 24.093 0.103
Si 27.044 27.41 0.148
Si 29.293 30.466 0.1
Si 1.262 1.17 1.509
Si 4.269 4.071 1.209
Si 1.659 6.801 1.153
Si 4.281 9.462 1.279
Si 1.403 12.229 1.283
Si 4.069 15.021 1.314
Si 1.373 17.857 1.258
Si 3.938 20.652 1.341
Si 1.393 23.241 1.708
Si 4.205 26.102 1.41
Si 1.485 28.52 1.347
Si 4.165 31.429 1.571
Si 7.032 1.588 1.439
Si 9.814 4.357 1.563
Si 6.876 6.846 1.396
Si 9.567 9.616 1.432
Si 6.891 12.217 1.288
Si 9.614 14.773 1.386
Si 6.761 17.675 1.296
Si 9.308 20.227 1.634
Si 6.776 23.175 1.258
Si 10.865 26.907 0.183
Si 6.814 28.857 1.381
Si 9.473 31.49 1.188
Si 12.28 1.559 1.538
Si 16.802 5.089 0.319
Si 11.617 6.111 1.542
Si 15.068 9.385 1.18
Si 12.16 12.043 1.483
Si 14.992 14.974 1.498
Si 12.1 17.561 1.302
Si 14.634 20.373 1.084
Si 12.018 22.918 1.796
Si 14.828 25.967 1.34
Si 12.086 28.47 1.494
Si 14.896 31.252 1.373
Si 17.651 1.44 1.318
Si 20.317 4.077 1.44
Si 17.983 6.809 1.359
Si 20.54 9.498 1.311
Si 17.545 12.235 1.41
Si 20.384 14.849 1.67
Si 17.833 18.009 1.187
Si 20.456 20.579 1.136
Si 17.639 23.263 1.131
Si 20.402 25.892 1.094
Si 17.551 28.613 1.385
Si 20.403 31.325 1.226
Si 23.038 1.399 1.072
Si 25.71 4.12 1.353
Si 23.198 6.857 1.487
Si 25.85 9.516 1.286
Si 23.178 12.321 1.556
Si 25.903 14.999 1.551
Si 22.843 17.572 1.212
Si 26.053 20.487 1.369
Si 23.245 23.147 1.32
Si 25.863 25.94 1.504
Si 23.194 28.56 1.232
Si 25.804 31.145 1.476
Si 28.551 1.212 1.306
Si 31.267 3.857 1.296
Si 28.542 6.668 0.863
Si 31.478 9.514 1.206
Si 28.505 12.333 1.644
Si 31.343 15.037 1.404
Si 28.561 17.769 1.423
Si 31.226 20.438 1.558
Si 28.716 23.133 1.335
Si 31.512 25.785 1.382
Si 28.58 28.622 1.376
Si 31.196 31.191 1.29
Si 0.001 2.675 2.775
Si 2.694 -0.028 2.886
Si 0.178 8.123 2.538
Si 2.773 5.316 2.591
Si -0.005 13.555 2.683
Si 2.811 10.835 2.582
Si -0.007 19.04 2.779
Si 2.727 16.443 2.652
Si 0.015 24.569 2.985
Si 2.747 21.838 2.945
Si -0.018 29.858 2.62
Si 2.785 27.282 2.863
Si 5.524 2.801 2.737
Si 8.24 0.084 2.771
Si 5.519 8.159 2.788
Si 8.173 5.468 2.795
Si 5.466 13.6 2.604
Si 8.201 10.942 2.802
Si 5.36 19.123 2.606
Si 8.179 16.264 2.627
Si 5.555 24.631 2.698
Si 7.975 21.764 2.785
Si 5.528 30.081 2.916
Si 8.151 27.267 2.657
Si 10.921 2.816 2.941
Si 13.588 0.013 2.73
Si 10.82 8.056 2.683
Si 13.554 5.358 2.741
Si 10.894 13.489 2.853
Si 13.59 10.621 2.665
Si 10.795 18.86 2.806
Si 13.622 16.428 2.725
Si 10.818 24.416 3.097
Si 13.601 21.63 2.825
Si 10.769 30.037 2.634
Si 13.469 27.162 2.848
Si 16.281 2.639 2.802
Si 19.064 0.042 2.635
Si 16.479 8.173 2.638
Si 19.135 5.47 2.873
Si 16.36 13.641 2.838
Si 19.027 10.816 2.651
Si 16.245 19.181 2.5
Si 18.997 16.456 2.658
Si 16.219 24.489 2.568
Si 19.019 21.886 2.516
Si 16.237 29.942 2.799
Si 19.031 27.197 2.562
Si 21.74 2.649 2.641
Si 24.412 0.043 2.549
Si 21.84 8.229 2.797
Si 24.524 5.477 2.819
Si 21.846 13.617 2.965
Si 24.519 10.831 2.768
Si 21.656 19.082 2.585
Si 24.391 16.399 2.671
Si 21.723 24.495 2.558
Si 24.576 21.79 2.684
Si 21.78 29.939 2.559
Si 24.455 27.273 2.784
Si 27.177 2.692 2.559
Si 29.945 -0.056 2.741
Si 27.31 8.092 2.483
Si 29.908 5.413 2.442
Si 27.183 13.665 2.996
Si 30.025 10.83 2.626
Si 27.25 19.1 2.835
Si 29.988 16.416 2.76
Si 27.294 24.494 2.677
Si 29.899 21.808 2.883
Si 27.208 29.863 2.851
Si 30.023 27.203 2.618
Si 1.397 4.061 4.046
Si 4.118 1.414 4.089
Si 1.435 9.504 3.982
Si 4.088 6.74 4.021
Si 1.372 14.989 3.993
Si 4.117 12.227 3.983
Si 1.347 20.409 4.168
Si 4.077 17.741 4.052
Si 1.423 25.931 4.241
Si 4.169 23.251 4.134
Si 1.295 31.227 4.1
Si 4.127 28.661 4.191
Si 6.811 4.126 4.152
Si 9.555 1.393 4.188
Si 6.848 9.536 4.139
Si 9.479 6.836 4.169
Si 6.804 14.939 4.018
Si 9.515 12.232 4.226
Si 6.677 20.39 4.123
Si 9.446 17.563 4.148
Si 6.835 25.946 4.125
Si 9.365 23.038 4.239
Si 6.888 31.428 4.203
Si 9.495 28.631 4.05
Si 12.32 4.086 4.279
Si 14.944 1.302 4.162
Si 12.226 9.375 4.081
Si 14.986 6.812 3.97
Si 12.287 14.96 4.074
Si 14.933 12.155 4.017
Si 12.185 20.284 4.122
Si 14.998 17.79 4.028
Si 12.221 25.825 4.287
Si 14.949 23.119 4.051
Si 12.18 31.324 4.05
Si 14.882 28.559 4.131
Si 17.669 4.074 4.096
Si 20.407 1.338 4.063
Si 17.737 9.504 4.101
Si 20.493 6.842 4.16
Si 17.707 15.06 4.101
Si 20.388 12.184 4.098
Si 17.64 20.509 3.906
Si 20.364 17.764 4.049
Si 17.646 25.834 3.941
Si 20.378 23.165 3.964
Si 17.686 31.329 4.035
Si 20.397 28.573 3.941
Si 23.104 4.05 4.032
Si 25.823 1.349 3.957
Si 23.179 9.54 4.172
Si 25.968 6.836 4.033
Si 23.178 15.053 4.191
Si 25.823 12.212 4.186
Si 23.12 20.408 3.954
Si 25.8 17.727 4.069
Si 23.068 25.836 4.009
Si 25.917 23.145 4.062
Si 23.103 31.318 3.963
Si 25.831 28.551 4.181
Si 28.567 4.079 3.909
Si 31.29 1.316 4.101
Si 28.63 9.453 3.942
Si 31.351 6.763 3.844
Si 28.642 15.047 4.166
Si 31.328 12.202 4.052
Si 28.581 20.431 4.222
Si 31.324 17.713 4.17
Si 28.634 25.869 4.033
Si 31.288 23.154 4.226
Si 28.58 31.279 4.114
Si 31.326 28.547 4.059
Si -0.015 -0.034 5.459
Si 2.743 2.74 5.452
Si -0.001 5.445 5.33
Si 2.745 8.133 5.379
Si 0.059 10.852 5.377
Si 2.743 13.606 5.351
Si 0.028 16.299 5.447
Si 2.721 19.044 5.488
Si -0.001 21.771 5.533
Si 2.773 24.531 5.537
Si 0.004 27.268 5.52
Si 2.696 29.963 5.51
Si 5.456 0.082 5.502
Si 8.163 2.753 5.503
Si 5.436 5.468 5.479
Si 8.165 8.19 5.537
Si 5.442 10.899 5.428
Si 8.129 13.621 5.487
Si 5.443 16.329 5.387
Si 8.097 19.011 5.443
Si 5.414 21.803 5.514
Si 8.103 24.524 5.533
Si 5.456 27.252 5.515
Si 8.188 29.967 5.5
Si 10.901 0.006 5.505
Si 13.642 2.677 5.565
Si 10.892 5.484 5.51
Si 13.647 8.117 5.434
Si 10.903 10.807 5.462
Si 13.623 13.56 5.415
Si 10.881 16.26 5.471
Si 13.608 19.025 5.476
Si 10.826 21.679 5.482
Si 13.625 24.436 5.507
Si 10.832 27.274 5.49
Si 13.536 29.959 5.447
Si 16.343 -0.03 5.468
Si 19.055 2.715 5.425
Si 16.302 5.45 5.412
Si 19.084 8.164 5.483
Si 16.339 10.878 5.414
Si 19.067 13.639 5.42
Si 16.313 16.389 5.425
Si 18.979 19.131 5.351
Si 16.341 21.801 5.396
Si 19.016 24.505 5.348
Si 16.317 27.184 5.388
Si 19.056 29.928 5.353
Si 21.768 -0.031 5.396
Si 24.498 2.704 5.371
Si 21.821 5.425 5.457
Si 24.584 8.157 5.437
Si 21.772 10.882 5.492
Si 24.504 13.627 5.523
Si 21.744 16.412 5.448
Si 24.454 19.095 5.414
Si 21.756 21.785 5.323
Si 24.484 24.497 5.375
Si 21.73 27.219 5.361
Si 24.457 29.986 5.406
Si 27.184 0.014 5.38
Si 29.913 2.74 5.356
Si 27.277 5.428 5.369
Si 30.013 8.113 5.301
Si 27.286 10.829 5.395
Si 29.99 13.595 5.439
Si 27.207 16.386 5.459
Si 29.968 19.07 5.531
Si 27.202 21.806 5.51
Si 29.922 24.54 5.508
Si 27.239 27.175 5.446
Si 29.96 29.913 5.436
Si 1.369 1.353 6.783
Si 4.082 4.098 6.83
Si 1.351 6.799 6.735
Si 4.085 9.508 6.769
Si 1.393 12.242 6.749
Si 4.082 14.956 6.758
Si 1.366 17.665 6.831
Si 4.049 20.43 6.855
Si 1.38 23.145 6.858
Si 4.103 25.894 6.894
Si 1.352 28.616 6.885
Si 4.072 31.354 6.824
Si 6.799 1.417 6.877
Si 9.53 4.109 6.851
Si 6.788 6.819 6.854
Si 9.544 9.519 6.877
Si 6.779 12.243 6.827
Si 9.516 14.942 6.85
Si 6.765 17.662 6.821
Si 9.475 20.343 6.843
Si 6.766 23.148 6.887
Si 9.493 25.884 6.853
Si 6.812 28.616 6.859
Si 9.541 31.316 6.865
Si 12.251 1.341 6.889
Si 14.999 4.092 6.842
Si 12.274 6.817 6.846
Si 14.983 9.519 6.78
Si 12.257 12.216 6.794
Si 14.975 14.963 6.765
Si 12.245 17.645 6.816
Si 14.97 20.433 6.781
Si 12.21 23.079 6.815
Si 14.987 25.838 6.808
Si 12.208 28.611 6.844
Si 14.946 31.285 6.805
Si 17.701 1.356 6.8
Si 20.419 4.077 6.783
Si 17.684 6.794 6.786
Si 20.43 9.521 6.846
Si 17.69 12.27 6.768
Si 20.419 14.997 6.793
Si 17.682 17.746 6.774
Si 20.395 20.445 6.722
Si 17.696 23.15 6.761
Si 20.377 25.859 6.732
Si 17.687 28.563 6.733
Si 20.411 31.269 6.753
Si 23.145 1.34 6.744
Si 25.881 4.077 6.725
Si 23.204 6.789 6.786
Si 25.92 9.521 6.8
Si 23.122 12.269 6.844
Si 25.901 14.985 6.833
Si 23.126 17.741 6.802
Si 25.82 20.432 6.813
Si 23.12 23.127 6.731
Si 25.847 25.829 6.782
Si 23.105 28.579 6.734
Si 25.843 31.32 6.765
Si 28.555 1.384 6.734
Si 31.306 4.086 6.715
Si 28.651 6.787 6.725
Si 31.337 9.489 6.718
Si 28.617 12.223 6.769
Si 31.339 14.947 6.817
Si 28.574 17.713 6.849
Si 31.312 20.42 6.898
Si 28.565 23.167 6.859
Si 31.301 25.887 6.855
Si 28.591 28.56 6.796
Si 31.292 31.285 6.819
Si -0.016 2.739 13.676
Si 2.68 0.034 13.64
Si 0.005 8.134 13.616
Si 2.722 5.414 13.645
Si 0.04 13.539 13.667
Si 2.706 10.849 13.653
Si -0.019 19.056 13.643
Si 2.756 16.275 13.667
Si -0.034 24.509 13.653
Si 2.681 21.762 13.643
Si -0.023 29.975 13.605
Si 2.68 27.244 13.67
Si 5.377 2.721 13.645
Si 8.13 0.034 13.64
Si 5.426 8.155 13.67
Si 8.159 5.441 13.665
Si 5.452 13.605 13.621
Si 8.196 10.88 13.639
Si 5.414 19.01 13.634
Si 8.153 16.305 13.566
Si 5.394 24.514 13.632
Si 8.121 21.763 13.602
Si 5.402 29.96 13.645
Si 8.114 27.242 13.61
Si 10.885 2.762 13.631
Si 13.601 0.021 13.539
Si 10.916 8.175 13.628
Si 13.644 5.463 13.629
Si 10.931 13.599 13.623
Si 13.637 10.877 13.636
Si 10.901 19.049 13.626
Si 13.633 16.311 13.62
Si 10.871 24.513 13.582
Si 13.61 21.797 13.578
Si 10.864 29.941 13.56
Si 13.597 27.171 13.633
Si 16.334 2.741 13.543
Si 19.084 -0.016 13.537
Si 16.334 8.171 13.631
Si 19.058 5.453 13.522
Si 16.329 13.585 13.611
Si 19.068 10.859 13.578
Si 16.372 19.054 13.567
Si 19.071 16.366 13.571
Si 16.309 24.469 13.63
Si 19.06 21.773 13.621
Si 16.374 29.927 13.582
Si 19.026 27.192 13.558
Si 21.798 2.693 13.553
Si 24.499 0.012 13.533
Si 21.77 8.151 13.524
Si 24.517 5.415 13.573
Si 21.825 13.616 13.585
Si 24.523 10.921 13.54
Si 21.796 19.084 13.62
Si 24.56 16.354 13.613
Si 21.763 24.483 13.611
Si 24.5 21.787 13.611
Si 21.786 29.935 13.535
Si 24.501 27.245 13.588
Si 27.229 2.74 13.557
Si 29.945 0.029 13.605
Si 27.291 8.149 13.575
Si 29.993 5.448 13.612
Si 27.233 13.639 13.592
Si 30.006 10.863 13.612
Si 27.222 19.062 13.673
Si 29.941 16.317 13.633
Si 27.211 24.517 13.647
Si 29.913 21.781 13.674
Si 27.228 29.984 13.63
Si 29.912 27.278 13.616
Si 1.396 4.052 15.051
Si 3.992 1.397 15.047
Si 1.342 9.463 15.014
Si 4.042 6.782 15.029
Si 1.427 14.879 15.029
Si 4.082 12.243 14.963
Si 1.341 20.398 15.026
Si 4.139 17.603 15.05
Si 1.292 25.891 15.026
Si 4.027 23.145 14.986
Si 1.327 31.319 14.984
Si 4.036 28.617 15.032
Si 6.748 4.068 14.989
Si 9.503 1.414 14.98
Si 6.819 9.526 14.997
Si 9.57 6.812 14.988
Si 6.833 14.958 14.972
Si 9.6 12.226 14.988
Si 6.747 20.41 14.964
Si 9.507 17.644 14.917
Si 6.73 25.905 14.983
Si 9.459 23.19 14.901
Si 6.746 31.34 14.993
Si 9.489 28.615 14.932
Si 12.267 4.12 14.983
Si 14.969 1.375 14.881
Si 12.314 9.489 15.009
Si 14.992 6.808 15.033
Si 12.293 14.945 15.009
Si 14.966 12.243 15.022
Si 12.271 20.459 14.953
Si 15.034 17.693 14.92
Si 12.216 25.807 15.017
Si 14.941 23.108 15.014
Si 12.219 31.336 14.869
Si 15.014 28.546 14.918
Si 17.696 4.114 14.882
Si 20.432 1.333 14.908
Si 17.694 9.535 14.984
Si 20.402 6.798 14.892
Si 17.712 14.981 14.898
Si 20.468 12.204 14.904
Si 17.698 20.401 14.972
Si 20.427 17.715 14.957
Si 17.69 25.831 14.96
Si 20.408 23.126 15.006
Si 17.752 31.305 14.924
Si 20.396 28.576 14.861
Si 23.138 4.044 14.931
Si 25.824 1.406 14.887
Si 23.13 9.543 14.832
Si 25.922 6.771 14.895
Si 23.208 14.983 14.946
Si 25.871 12.275 14.93
Si 23.154 20.449 14.999
Si 25.885 17.694 15.057
Si 23.153 25.855 14.924
Si 25.857 23.119 14.998
Si 23.157 31.302 14.884
Si 25.834 28.633 14.969
Si 28.623 4.066 14.923
Si 31.279 1.358 15.025
Si 28.673 9.482 14.96
Si 31.367 6.768 15.023
Si 28.557 14.99 15.007
Si 31.359 12.167 15.047
Si 28.545 20.445 15.067
Si 31.285 17.693 14.994
Si 28.566 25.924 14.983
Si 31.284 23.144 15.027
Si 28.598 31.366 14.995
Si 31.265 28.656 14.976
Si 0 -0.001 16.378
Si 2.62 2.656 16.543
Si 0.114 5.452 16.412
Si 2.661 8.11 16.418
Si 0.053 10.775 16.476
Si 2.791 13.518 16.458
Si 0.031 16.299 16.259
Si 2.761 19.017 16.321
Si -0.047 21.75 16.406
Si 2.642 24.488 16.35
Si -0.092 27.285 16.358
Si 2.656 29.982 16.38
Si 5.34 0.01 16.354
Si 8.114 2.745 16.362
Si 5.367 5.382 16.37
Si 8.204 8.16 16.329
Si 5.443 10.917 16.31
Si 8.227 13.614 16.291
Si 5.505 16.207 16.469
Si 8.066 18.938 16.233
Si 5.425 21.823 16.337
Si 8.129 24.564 16.298
Si 5.384 27.25 16.398
Si 8.157 29.999 16.303
Si 10.86 0.002 16.274
Si 13.622 2.709 16.272
Si 10.952 5.499 16.388
Si 13.601 8.107 16.453
Si 11.015 10.901 16.348
Si 13.652 13.617 16.447
Si 10.876 16.31 16.291
Si 13.741 19.123 16.252
Si 10.785 21.811 16.219
Si 13.536 24.399 16.425
Si 10.842 27.261 16.289
Si 13.668 30.017 16.131
Si 16.386 0.064 16.203
Si 19.044 2.733 16.187
Si 16.415 5.454 16.342
Si 19.076 8.152 16.294
Si 16.31 10.861 16.381
Si 19.093 13.595 16.176
Si 16.366 16.316 16.297
Si 19.074 19.067 16.348
Si 16.332 21.739 16.348
Si 19.033 24.489 16.363
Si 16.323 27.161 16.335
Si 19.096 29.912 16.286
Si 21.789 -0.056 16.251
Si 24.483 2.695 16.331
Si 21.715 5.39 16.229
Si 24.486 8.159 16.111
Si 21.833 10.853 16.292
Si 24.554 13.645 16.357
Si 21.831 16.35 16.265
Si 24.508 19.094 16.373
Si 21.791 21.79 16.386
Si 24.487 24.489 16.31
Si 21.76 27.236 16.192
Si 24.498 30.027 16.333
Si 27.189 0.11 16.253
Si 29.916 2.728 16.373
Si 27.291 5.418 16.276
Si 30.04 8.146 16.391
Si 27.234 10.85 16.202
Si 29.913 13.557 16.281
Si 27.264 16.369 16.482
Si 29.9 19.038 16.389
Si 27.19 21.819 16.472
Si 29.949 24.582 16.339
Si 27.193 27.292 16.332
Si 29.997 30.057 16.39
Si 1.245 1.203 17.96
Si 4.018 4.051 17.834
Si 1.393 6.776 17.963
Si 4.037 9.57 17.623
Si 1.464 12.11 17.837
Si 4.207 14.782 17.893
Si 1.425 17.596 17.627
Si 4.117 20.393 17.669
Si 1.29 23.141 17.753
Si 3.962 25.853 17.721
Si 1.245 28.646 17.713
Si 3.938 31.38 17.775
Si 6.739 1.317 17.689
Si 9.499 4.185 17.646
Si 6.781 6.773 17.612
Si 9.647 9.523 17.629
Si 6.836 12.292 17.622
Si 9.599 14.891 17.712
Si 6.898 17.602 17.787
Si 9.392 20.362 17.449
Si 6.779 23.236 17.684
Si 9.38 26.015 17.682
Si 6.775 28.702 17.671
Si 9.49 31.369 17.691
Si 12.251 1.327 17.602
Si 15.034 4.029 17.604
Si 12.275 6.756 17.952
Si 14.985 9.439 17.804
Si 12.343 12.199 17.844
Si 15.022 15.057 17.765
Si 12.269 17.804 17.445
Si 15.166 20.285 17.784
Si 11.99 23.127 17.758
Si 14.905 25.822 17.719
Si 12.289 28.71 17.436
Si 15.054 31.337 17.49
Si 17.713 1.436 17.581
Si 20.324 4.042 17.613
Si 17.795 6.808 17.751
Si 20.437 9.5 17.643
Si 17.696 12.354 17.575
Si 20.546 14.845 17.506
Si 17.806 17.572 17.652
Si 20.43 20.416 17.745
Si 17.65 23.088 17.718
Si 20.476 25.895 17.608
Si 17.739 28.539 17.633
Si 20.512 31.222 17.66
Si 23.079 1.284 17.662
Si 25.885 4.106 17.622
Si 23.118 6.809 17.421
Si 25.834 9.478 17.471
Si 23.223 12.199 17.655
Si 25.904 14.971 17.818
Si 23.097 17.752 17.687
Si 25.809 20.41 17.854
Si 23.124 23.203 17.746
Si 25.839 25.858 17.644
Si 23.059 28.61 17.557
Si 25.852 31.505 17.66
Si 28.412 1.461 17.728
Si 31.459 3.987 17.651
Si 28.673 6.741 17.666
Si 31.403 9.396 17.913
Si 28.575 12.138 17.611
Si 31.275 14.973 17.547
Si 28.596 17.785 17.914
Si 31.245 20.363 17.757
Si 28.59 23.306 17.733
Si 31.245 25.95 17.768
Si 28.558 28.725 17.643
Si 31.358 31.421 17.848
Si -0.214 2.536 19.304
Si 2.628 -0.147 19.441
Si 0.067 8.081 19.511
Si 2.835 5.441 19.34
Si -0.094 13.529 18.825
Si 2.789 10.679 19.303
Si 0.02 18.921 18.971
Si 2.781 16.235 19.056
Si -0.046 24.563 19.13
Si 2.7 21.739 19.025
Si 0.049 29.975 19.256
Si 2.538 27.228 19.039
Si 5.394 2.638 19.087
Si 7.998 -0.095 19.103
Si 5.463 8.237 18.849
Si 8.123 5.513 19.048
Si 5.678 13.442 19.319
Si 8.257 10.933 18.841
Si 5.505 19.011 19.046
Si 8.379 16.296 19.156
Si 5.397 24.593 19.099
Si 8.131 21.695 18.853
Si 5.346 30.003 18.995
Si 8.086 27.418 19.112
Si 10.702 2.588 18.827
Si 13.747 0.029 18.881
Si 10.767 8.187 19.214
Si 13.837 5.31 19.145
Si 10.934 13.539 19.178
Si 13.786 10.895 19.231
Si 11.052 19.366 18.704
Si 13.545 16.535 18.911
Si 10.619 24.59 19.032
Si 14.061 20.636 19.865
Si 11.012 30.044 18.86
Si 13.577 27.413 18.864
Si 16.404 2.775 19.056
Si 19.076 -0.013 18.792
Si 16.386 8.087 19.166
Si 19.096 5.364 19.143
Si 16.485 13.74 19.102
Si 19.035 10.953 18.856
Si 16.523 18.798 19.145
Si 19.253 16.201 18.84
Si 16.218 24.408 19.071
Si 19.2 21.9 19.072
Si 16.363 29.954 18.87
Si 19.153 27.232 18.982
Si 21.632 2.634 18.932
Si 24.47 0.076 19.145
Si 21.811 8.039 18.89
Si 24.44 5.489 18.791
Si 21.815 13.508 18.976
Si 24.61 10.821 18.954
Si 21.732 19.067 19.164
Si 24.453 16.415 19.049
Si 21.843 24.663 19.084
Si 24.418 21.855 19.157
Si 21.852 29.879 19.125
Si 24.422 27.255 18.846
Si 27.098 2.863 19.216
Si 29.872 0.219 19.048
Si 27.089 8.042 18.805
Si 28.913 4.027 20.212
Si 27.29 13.47 19.065
Si 29.832 10.716 19.044
Si 27.277 19.231 19.402
Si 30.049 16.307 19.077
Si 27.207 24.67 19.157
Si 29.876 21.824 19.042
Si 27.287 30.219 18.974
Si 29.79 27.323 19.063
Si 1.471 4.436 21.045
Si 4.284 1.122 20.551
Si 1.856 9.118 20.813
Si 4.2 7.047 20.376
Si 1.15 14.952 20.141
Si 5.415 11.441 20.834
Si 1.542 20.103 20.25
Si 3.846 17.944 20.294
Si 1.391 25.834 20.592
Si 4.387 22.788 20.253
Si 1.722 30.676 20.901
Si 4.024 28.548 20.216
Si 7.001 3.868 20.24
Si 9.109 1.573 20.236
Si 6.901 9.55 20.082
Si 8.997 7.243 20.449
Si 7.224 14.759 20.5
Si 9.23 12.361 20.431
Si 6.709 20.586 20.326
Si 10.252 16.985 20.485
Si 6.373 26.37 20.396
Si 9.532 22.921 20.211
Si 6.406 31.46 20.485
Si 9.949 28.466 20.165
Si 11.865 3.395 20.6
Si 15.356 1.058 20.258
Si 12.711 9.87 21.076
Si 15.578 6.235 20.461
Si 12.027 15.33 20.237
Si 15.429 12.106 20.373
Si 11.948 21.437 19.455
Si 14.503 18.279 20.206
Si 11.835 26.951 20.343
Si 15.301 22.25 21.017
Si 12.638 31.156 20.192
Si 14.794 28.884 20.204
Si 17.337 4.445 20.493
Si 20.309 1.22 20.292
Si 17.547 9.825 20.233
Si 20.895 6.366 20.308
Si 18.183 14.813 20.357
Si 20.18 12.415 20.266
Si 18.091 20.887 20.826
Si 20.697 17.27 20.304
Si 17.901 25.633 20.121
Si 20.21 23.592 20.352
Si 17.601 31.478 20.109
Si 20.684 28.301 20.478
Si 23.027 4.128 19.998
Si 25.256 1.932 20.487
Si 23.38 9.229 20.114
Si 25.511 6.997 20.208
Si 22.979 15.085 20.225
Si 26.243 11.789 20.382
Si 23.112 20.4 20.537
Si 25.036 17.901 20.813
Si 23.026 26.206 20.434
Si 26.143 22.948 20.33
Si 23.66 30.823 20.367
Si 25.841 28.711 19.909
Si 30.191 5.41 18.919
Si 30.415 2.05 20.5
Si 28.235 9.401 20.242
Si 31.603 6.34 20.678
Si 28.914 14.663 20.265
Si 31.014 12.378 20.145
Si 27.992 21.288 20.405
Si 31.763 17.287 20.406
Si 28.049 26.523 20.473
Si 31.061 23.311 20.408
Si 28.872 31.304 20.438
Si 30.95 28.885 20.323
Si -3.515 1.958 32.795
Si -12.365 3.204 25.206
Si 6.06 2.68 28.089
Si 7.782 6.869 26.128
Si -0.968 12.034 22.933
Si -4.44 24.519 24.907
Si -9.367 26.247 27.101
Si -7.144 36.435 24.597
Si -1.909 19 28.821
Si -5.979 15.635 28.109
Si 13.551 39.763 25.642
Si 3.82 20.585 24.291
Si 10.919 5.773 22.213
Si 3.504 13.382 30.635
Si 6.014 -0.601 25.636
Si 8.164 21.571 25.787
Si 18.304 21.023 23.803
Si 10.064 25.212 24.236
Si 16.343 23.73 32.236
Si 7.26 24.324 26.665
Si 7.247 32.197 30.725
Si -4.053 32.528 25.57
Si 18.843 3.828 29.684
Si 18.801 -2.174 25.494
Si 16.154 17.088 26.622
Si 32.479 -1.575 23.503
Si 2.519 11.178 28.825
Si 4.757 23.339 23.112
Si 18.835 9.29 27.166
Si 12.523 9.827 26.082
Si 20.202 19.93 29.299
Si 18.277 44.806 30.437
Si 18.608 29.657 22.392
Si 16.195 -4.973 21.742
Si 24.826 9.057 32.633
Si 11.329 5.457 27.286
Si 12.696 14.727 26.834
Si 19.245 15.65 33.772
Si 14.571 15.817 24.621
Si 7.54 4.358 24.423
Si 15.205 15.163 31.541
Si 19.496 8.34 22.314
Si 13.226 21.11 28.984
Si 24.976 21.257 26.32
Si 26.476 23.538 33.288
Si 12.129 -1.417 33.607
Si 21.572 10.514 22.371
Si 23.502 -1.693 33
Si 14.283 -1.014 31.403
Si 13.855 22.388 26.316
Si 28.747 9.297 30.422
Si 36.923 18.554 33.417
Si 21.911 22.323 22.672
Si 25.244 24.326 25.61
Si 20.595 18.001 27.069
Si 23.766 49.779 23.562
Si 31.932 22.948 23.175
Si 24.663 2.097 28.487
Si 20.824 6.8 31.335
Si 13.643 11.922 27.938
Si 24.335 6.43 25.195
Si 26.316 3.339 33.013
Si 18.163 15.038 31.231
Si 33.507 20.546 23.218
Si 35.691 23.469 30.269
Si 36.911 20.911 29.385
Si 31.693 43.149 32.761
Si 34.074 46.279 22.806
Si 21.954 29.656 28.289
Si -0.638 -3.602 27.832
Si -3.587 -2.563 27.464
Si -3.084 16.323 27.566
Si -3.767 17.548 24.755
Si -1.498 28.324 23.345
Si -2.156 13.638 26.866
Si 2.649 24.463 27.334
Si 15.242 33.966 33.208
Si 7.205 20.246 28.447
Si 2.278 36.858 32.794
Si 0.266 26.156 28.146
Si 10.704 -3.908 30.514
Si 4.057 11.935 33.265
Si 17.756 3.664 26.984
Si 14.8 18.788 30.231
Si 8.357 17.424 24.697
Si -3.449 12.924 24.363
Si 5.103 26.204 26.469
Si -6.987 28.479 24.367
Si 7.294 13.711 27.571
Si 9.752 29.506 23.14
Si -2.697 32.762 22.779
Si -5.357 35.091 26.741
Si 15.363 1.98 25.909
Si 23.666 7.079 30.687
Si 6.197 11.277 23.898
Si 18.761 7.019 29.302
Si 18.371 18.299 25.062
Si 21.37 15.225 23.97
Si 16.682 16.746 29.471
Si 8.168 19.915 23.148
Si 23.009 40.066 27.573
Si 24.741 49.423 26.274
Si 22.844 28.176 24.891
Si 18.156 32.568 29.711
Si 15.764 0.95 23.135
Si 28.971 6.711 21.94
Si 24.261 3.986 30.707
Si 41.322 17.921 27.648
Si 27.146 11.797 30.422
Si 26.477 6.186 23.146
Si 15.127 21.201 23.746
Si 11.531 24.852 28.427
Si 13.838 13.908 22.485
Si 11.252 18.904 28.24
Si 29.283 36.712 28.276
Si 22.107 15.46 27.056
Si 43.645 0.182 27.209
Si 24.93 13.751 22.431
Si 19.816 2.171 33.674
Si 25.865 12.595 28.06
Si 30.659 24.222 29.221
Si 25.303 20.965 29.409
Si 34.671 27.373 30.438
Si 14.51 24.754 27.81
Si 14.635 27.908 24.066
Si 23.17 51.769 25.651
Si 22.151 -0.264 22.338
Si 31.821 5.535 28.762
Si 29.311 6.74 29.268
Si 36.828 4.513 30.796
Si 26.842 16.811 30.626
Si 31.205 15.408 31.68
Si 33.642 14.757 30.243
Si 24.637 30.686 27.778
Si 31.792 17.994 23.433
Si 20.18 23.064 25.054
Si 28.541 31.64 33.09
Si 35.146 41.855 33.38
Si 10.464 4.313 24.832
Si 11.397 0.79 22.013
Si -9.547 11.591 32.763
Si -4.208 11.529 26.824
Si 3.411 30.396 26.137
Si -5.069 15.262 22.993
Si 16.948 29.933 30.861
Si 6.579 20.633 33.346
Si -3.557 31.279 30.302
Si 3.354 29.654 29.04
Si 11.489 31.83 24.316
Si 12.39 -1.565 29.124
Si 11.311 -6.754 31.246
Si 5.986 5.072 21.946
Si 4.397 -4.325 24.3
Si 7.659 24.361 22.406
Si 8.615 21.056 31.047
Si 16.475 10.843 28.24
Si 19.893 22.937 28.293
Si 6.267 27.393 32.748
Si 10.516 18.262 23.143
Si 15.438 27.512 26.956
Si 9.121 39.409 28.974
Si 19.454 8.62 33.122
Si 8.358 -4.885 28.814
Si 22.68 20.367 30.633
Si 20.901 10.584 31.13
Si 1.684 16.357 24.239
Si 0.535 13.089 27.902
Si -10.767 28.293 32.359
Si 14.592 17.799 33.117
Si 0.287 40.826 27.956
Si 23.415 27.507 29.931
Si 26.244 26.614 29.734
Si 9.735 39.424 33.417
Si 13.719 18.392 23.151
Si 17.271 -8.273 29.435
Si 12.264 10.182 32.453
Si 16.977 10.448 32.593
Si 18.941 16.61 22.62
Si 12.094 11.704 23.614
Si 4.315 17.776 23.312
Si 11.87 27.251 23.286
Si 18.471 35.165 22.61
Si 22.706 45.314 24.15
Si 20.705 22.932 33.074
Si 17.484 26.16 33.931
Si 32.315 21.161 27.24
Si 34.118 10.73 23.601
Si 30.329 13.048 33.047
Si 41.779 26.162 33.434
Si 27.573 10.286 32.834
Si 13.509 17.175 28.104
Si 19.002 28.65 32.807
Si 28.663 14.306 31.082
Si 35.208 21.346 26.865
Si 21.271 36.318 31.297
Si 9.205 30.579 32.536
Si 27.899 19.398 29.203
Si 21.666 -1.444 25.022
Si 24.515 1.272 23.261
Si 39.584 4.853 30.264
Si 21.073 -0.344 29.253
Si 37.921 13.65 25.358
Si 16.018 40.702 29.398
Si 32.775 22.311 30.133
Si 35.333 9.482 26.329
Si 30.996 28.938 30.588
Si 37.073 25.651 31.288
Si 29.142 26.524 30.695
Si 2.539 -0.5 30.622
Si 0.459 1.005 28.934
Si 1.093 9.338 30.759
Si 8.333 11.003 30.26
Si -11.141 38.618 25.468
Si 6.465 15.636 23.44
Si -1.086 17.762 33.316
Si 3.25 18.429 30.704
Si 7.453 37.235 33.264
Si 0.702 31.66 26.45
Si -2.835 22.602 26.714
Si 10.921 22.878 26.194
Si 9.89 8.825 31.092
Si 14.789 8.606 31.902
Si 9.833 17.036 33.42
Si 3.473 15.896 29.196
Si 6.394 25.597 28.988
Si 13.403 -8.697 32.417
Si 14.503 30.909 24.134
Si 17.553 27.422 29.081
Si 0.278 28.239 32.824
Si 7.499 13.718 30.684
Si 0.148 25.862 23.354
Si 6.188 29.344 30.192
Si 7.506 10.547 27.43
Si 28.842 -7.137 33.464
Si 12.446 2.887 26.587
Si 4.948 1.518 30.594
Si 2.776 14.918 26.537
Si 13.56 7.254 22.451
Si 1.713 30.93 33.456
Si 9.567 26.3 26.748
Si 10.254 45.988 30.178
Si 20.883 26.003 25.487
Si 23.963 32.372 30.296
Si 19.587 28.098 27.18
Si 9.259 11.237 23.343
Si 25.73 -1.083 25.047
Si 6.835 30.139 23.349
Si 28.348 27.202 23.434
Si 9.547 9.113 25.404
Si 25.527 16.929 33.292
Si 23.979 14.316 33.893
Si 30.129 9.129 27.959
Si 14.617 30.334 27.255
Si 24.41 24.291 22.564
Si 17.567 34.761 31.709
Si 9.875 47.779 27.658
Si 18.779 7.537 25.005
Si 37.878 2.477 25.283
Si 16.306 6.421 26.675
Si 21.55 10.008 28.356
Si 32.863 19.324 31.024
Si 13.145 12.752 30.991
Si 20.339 20.01 32.241
Si 27.804 20.086 26.223
Si 11.549 21.784 31.375
Si 35.724 25.812 23.124
Si 16.761 32.161 27.119
Si 29.157 22.868 22.576
Si 38.264 9.002 25.742
Si 43.306 -13.679 31.275
Si 22.02 -9.184 30.503
Si 40.61 0.4 27.748
Si 26.547 28.313 27.233
Si 22.803 12.661 27.297
Si 40.099 15.097 33.213
Si 34.173 3.72 29.929
Si 30.144 34.268 29.999
Si 25.012 23.839 30.512
Si 22.163 33.695 26.695
Si 36.249 35.837 22.837
O -1.236 -4.356 21.756
O 1.657 -6.855 23.942
O 5.147 1.688 28.99
O -3.105 0.298 24.329
O 1.52 9.421 34.688
O 10.17 5.081 26.221
O -2.635 2.266 31.475
O -5 10.364 29.829
O -5.681 11.56 32.012
O -9.871 28.913 29.442
O 4.535 17.514 34.621
O 9.37 16.566 28.211
O 8.077 21.115 29.517
O 5.177 26.196 32.59
O 0.189 30.272 27.137
O 1.196 20.843 35.061
O -2.277 30.421 30.79
O 7.122 14.106 29.148
O 8.627 24.815 34.195
O 5.561 26.579 27.985
O -7.016 23.577 21.784
O -0.845 22.924 35.04
O -2.767 23.163 28.245
O -3.202 30.486 33.826
O 0.679 -2.958 33.339
O 10.064 -6.982 32.236
O 6.111 5.168 33.983
O 8.053 3.354 34.164
O 3.542 8.069 33.849
O 5.404 11.394 34.007
O 12.704 10.788 24.792
O 5.614 -3.57 23.55
O 14.828 7.812 30.483
O 0.084 13.874 29.238
O 9.828 12.11 34.848
O 8.175 13.893 33.996
O -1.222 14.17 32.702
O 4.042 19.809 30.53
O 7.527 12.144 27.356
O 7.743 26.397 29.421
O 1.874 25.564 34.989
O -1.038 25.238 28.405
O 8.74 24.913 26.883
O 13.702 17.767 29.598
O -7.097 19.36 35.766
O 8.318 30.039 33.788
O 4.763 33.879 34.78
O 3.232 29.482 27.448
O 11.417 0.63 23.616
O 18.141 3.066 28.442
O 8.548 5.73 33.214
O 15.546 -4.938 25.373
O 8.661 9.859 31.359
O 11.226 -0.579 28.617
O -0.283 4.559 35.552
O 13.323 8.96 32.465
O 27.667 15.555 31.229
O 18.014 16.324 30.261
O 14.83 12.456 35.078
O 20.498 9.653 32.402
O 9.855 19.011 27.455
O 12.737 14.541 35.072
O 8.639 27.527 27.239
O 10.858 15.97 34.045
O 7.53 37.996 25.711
O 12.565 36.678 34.806
O 10.679 17.708 32.231
O 19.72 39.839 32.442
O 10.523 38.675 28.568
O 15.512 30.587 31.28
O 10.9 25.135 29.884
O 15.65 33.222 26.613
O 18.691 1.508 32.715
O 16.829 -4.102 29.982
O 16.238 2.4 32.57
O 9.59 -3.29 31.528
O 18.003 9.211 32.748
O 13.653 6.296 34.132
O 21.031 6.546 34.934
O 15.656 9.968 31.811
O 15.522 7.704 32.999
O 6.754 14.565 31.836
O 16.744 2.772 26.126
O 24.285 18.287 26.509
O 18.843 20.78 22.275
O 15.997 15.616 35.614
O 22.181 11.453 28.119
O 15.771 17.891 34.229
O 23.324 20.323 34.798
O 16.723 22.602 33.352
O 13.985 24.41 33.858
O 16.704 20.911 23.734
O 17.811 29.528 32.169
O 19.677 23.779 33.975
O 16.225 38.541 34.53
O 21.218 32.796 21.093
O 14.875 8.106 35.553
O 36.417 -7.337 26.543
O 30.086 9.569 29.544
O 25.916 6.755 34.899
O 26.961 4.665 33.74
O 25.153 2.757 34.014
O 17.482 10.174 27.164
O 30.592 18.589 34.269
O 26.218 16.486 26.823
O 26.39 9.209 32.994
O 21.96 25.491 26.589
O 17.957 20.637 34.657
O 26.404 14.091 27.861
O 23.702 13.094 32.865
O 21.624 9.738 29.952
O 21.96 22.452 33.99
O 34.541 15.778 29.4
O 15.5 21.318 35.327
O 32.505 19.409 23.777
O 17.205 23.611 30.863
O 20.939 30.742 28.912
O 11.922 20.503 35.023
O 28.095 31.227 31.583
O 20.326 24.669 24.74
O 29.785 2.788 34.035
O 27.565 2.336 32.705
O 27.561 -5.828 30.626
O 27.289 -0.691 34.076
O 18.728 7.813 27.887
O 22.839 3.31 31.139
O 21.913 11.694 31.702
O 29.584 7.494 35.105
O 30.1 14.908 30.597
O 20.019 10.098 27.863
O 36.008 13.08 34.157
O 32.513 10.941 23.802
O 40.303 20.102 34.451
O 25.457 6.974 24.149
O 32.554 16.788 34.145
O 33.714 20.806 26.507
O 34.337 18.776 30.638
O 21.906 27.613 33.833
O 35.028 34.54 35.767
O 35.856 31.182 29.52
O 24.624 30.337 33.977
O 29.918 27.822 30.11
O 29.367 33.033 33.04
O 26.566 35.515 25.384
O -4.132 5.25 21.29
O -2.65 13.54 20.76
O -3.375 -1.28 26.495
O 1.137 0.018 30.015
O 3.057 8.013 21.078
O 5.402 12.065 25.073
O 11.651 13.376 30.956
O 8.973 7.604 25.296
O 9.996 17.138 22.084
O 4.082 24.696 23.714
O 5.427 33.54 25.346
O -0.522 22.885 21.561
O 2.697 19.035 20.69
O -6.053 18.254 20.576
O 2.292 31.549 26.189
O -4.939 18.021 30.024
O 2.385 20.411 23.596
O 12.091 20.266 28.208
O 8.567 23.423 21.437
O 10.995 26.087 27.495
O 4.845 31.103 26.164
O -2.339 34.186 22.069
O 6.634 31.438 24.284
O 6.904 30.653 21.808
O 1.634 9.749 22.313
O 9.617 6.661 21.854
O 12.356 6.46 26.529
O 8.233 -3.274 23.692
O 3.834 11.23 20.471
O 5.538 11.608 22.453
O 11.005 5.402 23.77
O 15.882 7.258 27.998
O 6.62 15.478 21.837
O -7.824 24.704 24.07
O 7.605 18.536 23.78
O 3.002 20.882 28.345
O 5.197 27.476 20.822
O 0.016 20.937 30.985
O 1.434 27.576 31.927
O 14.285 19.862 23.445
O 3.706 27.289 23.281
O 11.026 23.494 27.694
O -2.619 24.737 34.187
O 9.496 9.728 23.9
O 7.284 44.77 30.827
O 10.013 40.251 32.087
O 10.337 30.923 23.638
O 11.464 25.36 20.238
O 14.964 1.427 21.802
O 10.854 4.39 21.384
O 21.09 -4.003 27.37
O 19.737 -11.259 28.816
O 16.973 5.055 27.182
O 8.291 13.596 20.98
O 23.476 7.192 29.092
O 19.154 8.979 25.626
O 10.869 21.995 20.617
O 18.445 27.151 33.058
O 21.266 16.671 27.732
O 10.711 23.999 25.055
O 15.899 15.904 25.542
O 14.366 17.847 21.776
O 17.497 19.455 20.325
O 7.115 25.727 21.709
O 14.725 28.782 27.601
O 3.597 20.623 25.884
O 24.262 20.145 30.374
O 14.729 29.435 23.509
O 9.664 29.337 21.535
O 16.48 32.569 20.559
O 13.714 30.042 20.772
O 24.726 4.867 25.5
O 22.353 -0.154 30.208
O 26.336 4.604 23.469
O 19.07 -4.835 28.693
O 11.055 9.146 25.988
O 22.504 16.159 23.31
O 14.528 16.256 32.565
O 20.493 16.456 34.432
O 19.845 17.582 21.67
O 13.224 4.185 20.206
O 11.128 15.104 26.642
O 19.651 11.309 30.423
O 19.775 18.823 28.203
O 7.78 11.686 23.841
O 22.331 8.871 27.514
O 14.162 17.338 24.27
O 23.223 23.233 22.696
O 19.675 26.761 26.263
O 19.538 17.582 25.917
O 17.312 28.715 22.314
O 19.359 34.625 21.373
O 25.004 27.525 30.262
O 19.936 28.899 21.816
O 15.203 23.649 20.171
O 35.821 10.496 27.509
O 24.12 3.123 20.765
O 12.745 10.66 27.451
O 21.621 13.69 23.55
O 20.731 11.629 21.57
O 21.499 15.341 25.568
O 20.189 7.375 29.957
O 22.673 9.872 21.408
O 23.802 14.365 21.439
O 14.055 21.861 27.833
O 18.998 14.203 34.445
O 12.139 17.777 27.513
O 24.279 19.335 20.927
O 28.484 26.083 24.595
O 26.034 27.82 25.798
O 25.2 22.553 29.583
O 20.259 31.116 25.812
O 21.857 27.246 20.977
O 23.082 30.408 27.404
O 17.55 11.726 31.815
O 26.839 27.631 20.648
O 24.804 29.695 20.747
O 23.854 25.56 21.698
O 25.835 25.058 29.861
O 25.541 3.559 31.61
O 24.468 8.157 20.679
O 19.728 0.139 29.99
O 26.048 6.393 21.606
O 25.632 12.474 21.723
O 28.2 13.929 23.659
O 28.708 8.197 21.276
O 31.681 9.084 27.512
O 16.927 16.472 27.901
O 28.282 15.439 21.543
O 31.778 11.607 21.371
O 32.471 13.463 23.058
O 24.169 28.007 23.937
O 24.558 25.344 26.657
O 36.859 14.775 30.142
O 26.64 27.036 28.217
O 26.847 24.403 25.724
O 28.48 21.512 21.984
O 28.547 26.405 22.025
O 21.021 37.891 31.408
O 29.203 42.78 27.083
O 28.137 23.701 23.498
O 33.596 35.738 20.359
O 0.162 5.402 21.283
O -6.48 -4.207 34.901
O 8.153 5.87 29.966
O -4.638 6.706 23.275
O 9.066 14.034 31.012
O 7.763 10.202 28.981
O 10.43 14.176 28.838
O -5.41 10.576 20.884
O 0.002 15.696 31.09
O 8.191 7.019 27.685
O -6.874 12.169 29.63
O 7.378 21.267 32.082
O 6.003 14.118 26.71
O -0.053 11.245 33.882
O -4.535 13.078 30.171
O 4.504 17.565 21.723
O 5.377 16.736 23.927
O 4.564 21.979 23.951
O -0.732 45.564 26.95
O -7.727 32.706 24.211
O 11.284 31.939 25.905
O 1.324 35.051 29.01
O 3.714 1.838 21.912
O 13.604 8.78 21.897
O 11.441 9.139 20.384
O 6.088 9.933 26.978
O 9.048 3.745 24.275
O 5.303 6.485 21.471
O 12.942 13.06 23.522
O 7.226 4.147 31.712
O 10.654 18.523 20.068
O -1.122 23.365 30.314
O 6.664 24.214 28.176
O 5.653 20.61 28.67
O 15.002 28.58 34.895
O 7.953 17.567 26.244
O 13.13 24.7 28.66
O 14.788 22.295 22.572
O 3.682 17.785 32.126
O 13.107 27.422 24.319
O 12.691 25.257 31.765
O 7.33 34.532 27.542
O 15.927 42.279 29.113
O 8.433 31.802 31.779
O 1.057 -1.716 22.409
O 12.002 -0.587 21.386
O 14.935 6.545 21.959
O 16.874 -5.375 27.621
O 12.147 4.097 27.632
O 7.9 8.421 20.841
O 12.845 14.797 21.566
O 12.197 10.946 22.177
O 3.43 5.112 32.106
O 3.725 14.107 25.512
O 14.739 17.666 27.168
O 13.516 12.154 29.533
O 9.924 22.043 31.23
O 14.35 20.264 29.786
O 9.962 17.674 24.557
O 5.402 32.66 21.003
O 13.146 31.107 32.393
O 9.435 33.223 27.201
O 8.654 24.768 23.602
O 18.798 22.429 24.457
O 20.219 22.9 26.684
O 22.52 32.414 25.744
O 18.35 -1.71 21.459
O 15.294 -5.643 22.907
O 24.475 2.718 23.97
O 20.35 3.261 29.997
O 22.019 5.225 20.779
O 22.806 6.503 24.605
O 23.687 15.801 27.022
O 15.217 11.639 27.599
O 16.515 10.954 20.874
O 9.7 11.822 29.851
O 24.719 16.463 24.692
O 18.518 9.152 21.34
O 7.13 32.05 26.8
O 21.73 18.928 26.357
O 11.554 27.518 31.126
O 30.695 16.782 32.369
O 18.823 19.819 24.753
O 19.636 19.632 30.81
O 34.207 8.518 26.995
O 26.911 27.98 23.433
O 9.758 19.678 22.862
O 18.77 30.106 23.927
O 22.347 29.735 24.851
O 13.527 31.839 29.996
O 22.988 1.038 22.781
O 24.187 13.194 23.759
O 30.149 12.124 23.325
O 17.922 15.718 21.708
O 26.926 11.594 27.344
O 30.815 4.53 27.935
O 19.502 2.794 23.837
O 32.129 29.112 29.451
O 20.298 7.119 21.62
O 34.399 13.858 27.157
O 33.707 11.635 28.348
O 13.044 13.185 27.132
O 17.377 7.05 25.639
O 29.353 12.704 27.516
O 29.397 23.861 25.798
O 20.673 33.675 34.414
O 20.773 23.026 21.766
O 28.276 19.015 25.094
O 22.439 21.947 30.679
O 23.352 27.703 26.375
O 21.649 27.103 24.52
O 12.294 22.753 32.454
O 23.678 20.625 25.585
O 27.943 29.079 26.955
O 30.319 12.887 34.636
O 29.351 2.659 29.085
O 15.882 -1.593 27.949
O 33.273 8.384 29.545
O 34.751 12.206 23.26
O 19.166 13.58 20.813
O 34.418 13.913 21.252
O 39.736 5.255 23.145
O 28.42 11.823 25.232
O 20.581 9.369 22.927
O 26.813 16.758 34.277
O 30.615 15.089 27.543
O 34.599 16.101 25.816
O 29.744 23.796 21.336
O 40.051 20.227 21.77
O 27.925 16.639 23.798
O 32.095 24.46 23.692
O 26.029 14.886 22.78
O 35.634 29.567 21.092
O 31.333 31.9 22.709
O 27.284 31.922 24.919
O 31.876 29.646 23.938
O 28.771 32.015 21.93
O 24.818 22.835 26.051
O 17.819 0.142 28.148
O -7.127 1.327 21.986
O 4.306 12.641 31.824
O 1.472 3.469 31.559
O -2.495 13.822 25.302
O -2.293 17.811 24.148
O 13.052 11.544 32.069
O 9.436 18.148 34.535
O 3.443 12.408 29.328
O -1.061 -4.271 31.965
O 2.785 17.418 23.713
O 6.509 35.796 24.563
O 3.321 29.443 24.822
O 1.596 14.972 34.98
O 3.014 30.378 34.25
O 3.067 19.512 33.941
O 3.49 26.775 30.6
O 5.41 38.144 30.407
O -3.094 28.262 23.641
O 3.603 33.347 30.896
O 1.256 25.279 27.212
O -2.199 29.285 27.47
O -4.383 36.347 27.069
O 11.901 1.496 27.166
O 9.633 8.13 29.65
O 7.141 9.493 34.86
O 9.372 11.365 21.727
O 4.66 19.284 23.814
O 4.014 8.713 25.863
O 18.557 13.72 30.403
O 16.669 10.915 34.083
O 11.66 20.186 31.718
O 2.279 10.241 30.117
O 9.726 21.812 26.11
O 2.708 25.515 21.549
O 18.499 23.747 28.57
O 14.754 12.867 21.651
O 0.028 27.279 34.097
O 7.886 15.995 24.12
O -3.847 21.34 26.5
O 5.601 19.378 33.019
O 5.553 21.695 20.594
O 9.913 34.284 34.958
O -0.122 27.57 27.422
O 10.616 31.037 33.137
O 4.786 29.107 29.481
O 5.585 25.202 30.29
O 9.828 28.103 29.348
O 12.222 2.107 21.541
O 7.903 -0.089 29.292
O 22.297 7.418 31.492
O 11.07 5.956 33.806
O 11.205 9.757 31.299
O 20.013 -11.082 32.512
O 17.744 3.846 21.999
O 15.471 15.813 30.065
O 11.588 10.345 33.936
O 12.264 6.555 21.768
O 12.4 22.056 30.012
O 19.405 15.387 32.202
O 14.536 26.268 27.32
O 4.166 22.333 30.131
O 4.927 27.532 25.595
O 0.255 26.116 21.744
O 12.463 27.407 21.787
O 20.804 35.657 32.692
O 11.722 29.878 29.952
O 19.014 24.627 20.791
O 14.327 23.924 26.43
O 26.15 34.737 27.83
O 24.729 40.77 31.329
O 6.375 40.263 25.836
O 16.728 14.771 32.001
O 24.468 3.579 29.143
O 24.397 12.563 27.454
O 18.765 5.4 29.304
O 13.148 -1.964 27.764
O 10.532 12.079 23.916
O 20.074 6.596 25.195
O 22.527 12.533 25.727
O 6.301 25.316 25.818
O 18.115 17.511 23.668
O 26.813 20.474 29.739
O 34.6 14.918 23.563
O 24.674 17.238 22.24
O 34.74 10.181 24.984
O 23.523 34.371 27.353
O 15.847 24.316 28.628
O 9.964 27.187 34.398
O 21.11 23.638 29.156
O 24.152 41.103 33.987
O 22.551 31.918 33.917
O 23.223 26.453 28.704
O 22.602 43.676 34.185
O 21.201 2.003 25.816
O 24.203 10.502 32.27
O 33.6 -0.556 34.255
O 32.109 6.955 34.447
O 30.273 17.58 28.258
O 32.958 4.721 29.562
O 24.297 7.289 26.576
O 30.43 22.424 23.477
O 29.46 19.827 29.377
O 24.796 15.493 33.146
O 25.477 24.237 34.327
O 28.578 30.6 28.936
O 28.852 20.444 34.909
O 29.856 30.038 20.7
O 22.363 20.948 21.903
O 16.882 21.937 21.066
O 21.958 19.78 31.986
O 22.647 29.735 32.387
O 25.556 30.093 24.451
O 17 18.27 25.924
O 33.076 32.925 27.464
O 31.491 52.494 27.643
O 16.044 0.262 34.136
O 31.637 1.395 29.436
O 17.994 3.5 31.027
O 34.844 -3.871 29.708
O 31.616 1.135 34.938
O 31.334 22.091 26.348
O 28.264 15.83 28.358
O 32.83 16.096 20.794
O 31.085 9.141 33.465
O 38.339 21.816 33.97
O 33.025 21.971 23.809
O 40.218 18.648 28.606
O 31.806 18.696 29.988
O 23.438 24.275 30.529
O 36.644 23.499 35.041
O 29.434 32.821 29.982
O 35.226 22.966 26.711
O 33.431 20.529 21.606
O 32.781 31.831 24.928
O 21.939 38.942 27.03
O 33.988 37.838 33.655
O 30.83 39.031 29.773
O 45.612 31.252 23.976
O 31.912 27.036 23.982
O -4.418 1.135 26.493
O 10.788 -4.279 23.645
O -16.016 -7.48 32.918
O 2.191 3.952 22.447
O -0.096 6.593 27.785
O -0.159 10.155 31.4
O 3.861 2.791 24.402
O 14.166 2.087 34.106
O -1.237 17.938 21.853
O -6.565 12.255 35.107
O 13.645 8.657 26.078
O 7.559 20.588 26.907
O 11.175 25.783 23.217
O 7.981 21.062 24.267
O 1.004 26.449 29.569
O 8.475 16.308 32.932
O -7.059 23.363 31.946
O -0.182 18.809 32.499
O -11.365 31.776 23.541
O 6.725 36.507 29.005
O 3.459 24.375 31.543
O 12.329 22.173 25.847
O 3.076 3.095 33.685
O -3.124 -7.508 29.926
O 4.744 4.199 22.459
O 12.029 0.017 34.354
O 6.273 0.763 31.194
O 8.102 2.747 20.784
O 4.739 3.02 31.165
O 1.751 8.606 32.057
O 6.236 15.616 34.148
O 5.94 14.245 24.029
O 7.783 26.881 32.904
O 14.779 -1.955 25.705
O 5.997 9.72 24.324
O 13.348 15.572 28.067
O -2.066 11.612 32.362
O 6.349 23.556 22.9
O 9.956 22.71 35.123
O 18.65 29.174 26.418
O 13.316 18.46 33.889
O 9.264 40.486 34.52
O 11.65 35.91 25.189
O 12.918 23.723 35.994
O 6.259 28.393 31.49
O 7.365 28.996 29.139
O 13.346 7.119 24.036
O 15.483 -0.641 23.455
O 17.34 11.831 29.171
O 14.668 0.446 31.97
O 1.977 13.775 31.087
O 14.906 6.255 25.891
O 3.115 10.64 33.049
O 0.186 16.862 23.915
O 3.743 15.597 27.643
O 8.639 9.968 26.434
O 14.806 14.908 23.309
O 24.142 5.57 30.935
O 17.615 31.522 25.887
O 14.851 18.738 31.837
O 12.104 18.46 23.076
O 1.526 22.962 30.538
O 21.828 19.814 29.371
O 9.796 26.494 25.182
O 12.291 26.052 34.879
O 14.783 21.683 25.229
O 15.101 34.446 24.339
O 6.715 31.715 34.938
O 17.308 33.615 30.602
O 9.86 33.621 21.543
O 8.582 14.461 26.959
O 14.053 2.743 26.455
O 24.209 -0.813 31.819
O 19.456 -3.289 34.183
O 13.371 15.166 25.453
O 21.835 16.158 20.728
O 23.101 4.359 34.927
O 17.892 16.503 33.921
O 17.04 26.415 21.24
O 3.9 23.144 21.754
O 21.337 22.249 24.201
O 21.172 23.867 31.835
O 14.804 23.559 31.706
O 25.929 16.209 29.425
O 6.308 30.89 30.607
O 28.785 42.265 32.005
O 24.912 20.773 27.86
O 25.271 31.617 26.611
O 22.081 46.694 27.812
O 12.703 30.132 34.617
O 17.843 31.302 35.023
O 17.792 31.047 30.076
O 23.178 -1.405 21.855
O 21.256 0.534 27.926
O 19.157 3.767 26.203
O 21.364 4.407 25.044
O 17.437 7.572 30.072
O 28.089 10.715 34.297
O 19.912 15.631 23.452
O 18.54 7.699 23.429
O 22.597 14.965 34.456
O 16.259 18.305 29.69
O 10.963 18.511 29.78
O 23.179 18.518 24.131
O 19.81 19.192 33.555
O 14.23 13.871 31.443
O 28.746 15.037 35.136
O 26.392 20.716 25.734
O 27.039 22.175 33.99
O 24.492 18.062 33.813
O 27.644 19.238 27.604
O 27.745 24.468 32.935
O 17.343 34.058 23.034
O 24.597 33.786 29.803
O 17.534 25.964 29.776
O 20.349 28.531 31.917
O 35.665 4.347 29.648
O 30.607 6.645 21.966
O 24.629 -1.328 29.25
O 38.422 -4.53 34.073
O 29.491 7.623 27.899
O 20.558 12.235 35.196
O 37.828 3.104 26.795
O 34.878 -1.237 32.016
O 36.478 17.418 29.572
O 28.584 5.313 29.041
O 22.389 11.191 23.567
O 28.913 13.645 32.545
O 23.442 25.798 34.937
O 25.971 17.412 31.83
O 29.106 16.685 26.085
O 32.781 21.971 28.557
O 22.615 27.258 31.324
O 41.797 19.555 31.356
O 35.716 24.334 28.896
O 28.082 26.579 34.419
O 39.986 22.939 25.891
O 29.508 26.33 32.25
O 28.456 40.361 30.268
O 25.491 29.335 27.89
Si -0.009 2.729 8.109
Si 2.713 0.029 8.191
Si 0.016 8.151 8.121
Si 2.7 5.46 8.15
Si 0.037 13.581 8.159
Si 2.732 10.873 8.135
Si 0.007 19.025 8.217
Si 2.73 16.297 8.169
Si -0.002 24.511 8.199
Si 2.696 21.77 8.236
Si -0.017 29.969 8.222
Si 2.71 27.243 8.228
Si 5.429 2.76 8.224
Si 8.155 0.021 8.201
Si 5.426 8.179 8.19
Si 8.161 5.46 8.207
Si 5.423 13.607 8.17
Si 8.156 10.888 8.193
Si 5.421 19.045 8.187
Si 8.152 16.32 8.186
Si 5.419 24.501 8.254
Si 8.145 21.758 8.197
Si 5.423 29.977 8.188
Si 8.143 27.237 8.227
Si 10.876 2.731 8.206
Si 13.621 -0.022 8.213
Si 10.914 8.167 8.218
Si 13.617 5.443 8.19
Si 10.889 13.567 8.175
Si 13.629 10.877 8.159
Si 10.876 19.006 8.181
Si 13.612 16.293 8.164
Si 10.868 24.485 8.167
Si 13.597 21.752 8.173
Si 10.881 29.961 8.234
Si 13.595 27.211 8.144
Si 16.36 2.723 8.178
Si 19.061 -0.026 8.125
Si 16.335 8.165 8.147
Si 19.059 5.438 8.141
Si 16.342 13.622 8.144
Si 19.052 10.914 8.149
Si 16.321 19.073 8.156
Si 19.049 16.364 8.136
Si 16.341 24.482 8.159
Si 19.059 21.792 8.12
Si 16.322 29.906 8.127
Si 19.034 27.207 8.119
Si 21.79 2.706 8.113
Si 24.498 0.003 8.132
Si 21.823 8.148 8.154
Si 24.551 5.429 8.134
Si 21.77 13.646 8.18
Si 24.535 10.891 8.151
Si 21.753 19.097 8.134
Si 24.506 16.362 8.15
Si 21.758 24.497 8.095
Si 24.465 21.797 8.158
Si 21.767 29.919 8.126
Si 24.484 27.226 8.106
Si 27.223 2.729 8.119
Si 29.916 0.019 8.117
Si 27.287 8.144 8.121
Si 29.978 5.434 8.117
Si 27.27 13.598 8.158
Si 29.989 10.859 8.112
Si 27.206 19.086 8.183
Si 29.96 16.32 8.173
Si 27.189 24.506 8.203
Si 29.932 21.799 8.216
Si 27.212 29.944 8.118
Si 29.934 27.234 8.206
Si 1.346 4.081 9.498
Si 4.062 1.384 9.561
Si 1.374 9.507 9.5
Si 4.065 6.806 9.536
Si 1.372 14.943 9.546
Si 4.079 12.226 9.531
Si 1.339 20.398 9.588
Si 4.062 17.676 9.54
Si 1.344 25.87 9.57
Si 4.049 23.134 9.594
Si 1.351 31.337 9.559
Si 4.067 28.618 9.564
Si 6.8 4.11 9.573
Si 9.506 1.381 9.564
Si 6.798 9.523 9.558
Si 9.532 6.813 9.566
Si 6.795 14.953 9.539
Si 9.529 12.231 9.549
Si 6.781 20.404 9.557
Si 9.517 17.666 9.554
Si 6.783 25.872 9.588
Si 9.508 23.13 9.543
Si 6.78 31.33 9.551
Si 9.507 28.6 9.572
Si 12.242 4.098 9.546
Si 14.983 1.367 9.534
Si 12.275 9.537 9.551
Si 14.977 6.82 9.524
Si 12.251 14.94 9.531
Si 14.989 12.249 9.51
Si 12.237 20.385 9.533
Si 14.968 17.684 9.511
Si 12.236 25.852 9.514
Si 14.966 23.127 9.514
Si 12.252 31.305 9.587
Si 14.962 28.559 9.508
Si 17.716 4.088 9.525
Si 20.425 1.347 9.471
Si 17.694 9.537 9.494
Si 20.433 6.794 9.495
Si 17.703 14.985 9.505
Si 20.41 12.269 9.518
Si 17.701 20.434 9.497
Si 20.426 17.712 9.502
Si 17.691 25.85 9.513
Si 20.414 23.144 9.493
Si 17.687 31.282 9.48
Si 20.408 28.556 9.48
Si 23.158 4.072 9.468
Si 25.868 1.365 9.482
Si 23.176 9.522 9.512
Si 25.911 6.801 9.49
Si 23.153 15.006 9.516
Si 25.898 12.251 9.515
Si 23.12 20.43 9.52
Si 25.862 17.709 9.532
Si 23.128 25.852 9.47
Si 25.835 23.133 9.547
Si 23.143 31.287 9.475
Si 25.852 28.579 9.48
Si 28.602 4.083 9.479
Si 31.291 1.375 9.482
Si 28.626 9.518 9.493
Si 31.33 6.791 9.492
Si 28.618 14.958 9.541
Si 31.329 12.22 9.507
Si 28.57 20.43 9.562
Si 31.306 17.668 9.574
Si 28.565 25.869 9.551
Si 31.297 23.158 9.568
Si 28.57 31.314 9.483
Si 31.29 28.595 9.566
Si -0.022 0.041 10.887
Si 2.688 2.741 10.902
Si 0.009 5.434 10.877
Si 2.715 8.156 10.904
Si 0.02 10.858 10.872
Si 2.727 13.577 10.908
Si 0.011 16.297 10.936
Si 2.698 19.017 10.93
Si -0.026 21.781 10.932
Si 2.688 24.508 10.94
Si -0.018 27.231 10.927
Si 2.702 29.972 10.924
Si 5.418 0.017 10.918
Si 8.143 2.737 10.932
Si 5.434 5.465 10.919
Si 8.161 8.164 10.926
Si 5.439 10.879 10.92
Si 8.167 13.591 10.899
Si 5.435 16.322 10.89
Si 8.162 19.047 10.903
Si 5.407 21.751 10.93
Si 8.145 24.49 10.918
Si 5.407 27.242 10.927
Si 8.13 29.968 10.912
Si 10.87 0.022 10.912
Si 13.61 2.739 10.88
Si 10.892 5.454 10.925
Si 13.633 8.175 10.906
Si 10.9 10.882 10.908
Si 13.623 13.588 10.887
Si 10.894 16.306 10.898
Si 13.609 19.033 10.893
Si 10.879 21.764 10.889
Si 13.604 24.494 10.867
Si 10.875 27.214 10.889
Si 13.62 29.911 10.903
Si 16.344 -0.017 10.864
Si 19.079 2.708 10.851
Si 16.34 5.459 10.866
Si 19.054 8.165 10.834
Si 16.348 10.888 10.876
Si 19.06 13.629 10.888
Si 16.337 16.329 10.873
Si 19.073 19.079 10.856
Si 16.335 21.775 10.874
Si 19.046 24.483 10.873
Si 16.313 27.196 10.873
Si 19.055 29.922 10.834
Si 21.785 -0.012 10.82
Si 24.512 2.722 10.835
Si 21.802 5.429 10.841
Si 24.548 8.161 10.865
Si 21.79 10.893 10.849
Si 24.527 13.634 10.85
Si 21.797 16.362 10.885
Si 24.497 19.07 10.887
Si 21.77 21.794 10.877
Si 24.48 24.517 10.883
Si 21.768 27.197 10.846
Si 24.508 29.941 10.849
Si 27.225 0.008 10.85
Si 29.953 2.733 10.864
Si 27.259 5.442 10.854
Si 29.978 8.153 10.854
Si 27.272 10.887 10.872
Si 29.984 13.588 10.898
Si 27.246 16.348 10.878
Si 29.937 19.055 10.917
Si 27.207 21.784 10.924
Si 29.925 24.514 10.925
Si 27.203 27.242 10.885
Si 29.918 29.975 10.883
Si 1.323 1.392 12.277
Si 4.066 4.09 12.256
Si 1.365 6.774 12.265
Si 4.076 9.508 12.282
Si 1.368 12.202 12.261
Si 4.092 14.952 12.253
Si 1.362 17.654 12.32
Si 4.043 20.381 12.291
Si 1.329 23.143 12.295
Si 4.037 25.886 12.291
Si 1.344 28.599 12.277
Si 4.053 31.334 12.29
Si 6.763 1.379 12.284
Si 9.512 4.102 12.277
Si 6.797 6.809 12.302
Si 9.543 9.523 12.27
Si 6.818 12.235 12.276
Si 9.542 14.937 12.254
Si 6.79 17.688 12.245
Si 9.523 20.409 12.265
Si 6.757 23.137 12.269
Si 9.498 25.879 12.256
Si 6.762 28.613 12.269
Si 9.488 31.334 12.261
Si 12.233 1.405 12.239
Si 14.971 4.11 12.221
Si 12.274 6.816 12.27
Si 14.997 9.537 12.259
Si 12.273 12.23 12.264
Si 14.983 14.956 12.242
Si 12.254 17.671 12.264
Si 14.976 20.414 12.236
Si 12.238 23.148 12.227
Si 14.958 25.831 12.251
Si 12.249 28.547 12.258
Si 14.987 31.288 12.235
Si 17.708 1.357 12.208
Si 20.44 4.071 12.204
Si 17.685 6.832 12.218
Si 20.413 9.518 12.185
Si 17.704 12.246 12.242
Si 20.442 14.986 12.239
Si 17.717 17.708 12.195
Si 20.423 20.428 12.245
Si 17.686 23.125 12.255
Si 20.414 25.837 12.225
Si 17.693 28.566 12.195
Si 20.429 31.291 12.173
Si 23.142 1.353 12.171
Si 25.875 4.085 12.19
Si 23.168 6.787 12.204
Si 25.913 9.526 12.23
Si 23.16 12.27 12.187
Si 25.884 14.99 12.222
Si 23.16 17.713 12.268
Si 25.858 20.405 12.277
Si 23.132 23.144 12.245
Si 25.859 25.868 12.25
Si 23.141 28.567 12.19
Si 25.876 31.307 12.214
Si 28.588 1.367 12.216
Si 31.323 4.077 12.248
Si 28.635 6.788 12.219
Si 31.333 9.496 12.233
Si 28.622 12.242 12.268
Si 31.329 14.926 12.308
Si 28.581 17.699 12.284
Si 31.277 20.424 12.294
Si 28.569 23.148 12.29
Si 31.277 25.882 12.29
Si 28.555 28.62 12.243
Si 31.287 31.333 12.238

Results
total energy: -461848.782 eV
total energy less fixed offsets of O -438.25, Si -107.07 eV per atom: 3.458 eV

Forces (eV/angstrom) on atoms 666 to 2122 of the 2136, counted in the order above; the others are left out for length: element, x, y, z
Si -0.011 -0.001 -0.013
Si 0.002 -0.019 -0.019
Si 0.035 -0.064 -0.062
Si -0.002 0 -0.009
Si -0.028 -0.021 0.085
Si -0.019 -0.025 0.032
Si -0.001 0.028 0.008
Si 0.033 0.012 -0.002
Si -0.009 -0.002 -0.003
Si 0.007 0.019 0.025
Si 0.026 0 0.008
Si -0.01 0 0.013
Si -0.014 0.014 0.004
Si -0.113 -0.025 -0.097
Si -0.191 -0.078 0.104
Si -0.006 0.023 0.006
Si 0.005 0.024 -0.012
Si -0.004 -0.053 -0.041
Si -0.01 0.01 -0.036
Si -0.021 0.029 -0.01
Si 0.004 0.008 -0.008
Si 0.018 0.003 0.008
Si 0.012 0.01 -0.009
Si -0.023 0.029 -0.016
Si 0.026 -0.01 0.019
Si 0.014 0.079 0.036
Si 0.014 0.002 -0.025
Si -0.035 0.006 0.024
Si 0.007 -0.006 -0.037
Si -0.01 -0.022 -0.023
Si 0.006 -0.052 -0.018
Si 0.009 0.017 -0.023
Si 0.02 -0.056 -0.025
Si -0.001 0.026 -0.049
Si 0 -0.003 -0.026
Si -0.006 -0.007 -0.008
Si -0.001 -0.024 -0.019
Si -0.013 0.013 0.029
Si 0.052 0.028 0.09
Si -0.009 -0.001 0.013
Si 0.028 -0.007 0.005
Si -0.015 0.004 -0.036
Si 0.005 0.003 0.007
Si -0.022 0.039 0.009
Si 0.004 -0.097 0.021
Si -0.035 -0.001 0.002
Si -0.001 -0.051 -0.04
Si -0.005 -0.004 -0.012
Si -0.029 0.036 -0.011
Si -0.042 0.013 0.04
Si 0.014 0.02 -0.025
Si -0.036 -0.001 0.006
Si 0.044 0.011 -0.003
Si -0.004 0.005 -0.035
Si -0.017 0.009 0.016
Si -0.443 -0.255 -0.392
Si 0.011 -0.046 0.025
Si 0.05 0.024 0.017
Si -0.082 0 0.056
Si -0.024 -0.028 -0.01
Si -0.402 -0.14 -0.348
Si -0.03 -0.014 0.064
Si -0.045 0.006 0.021
Si 0.016 0.003 0.061
Si -0.025 -0.002 0.036
Si 0.014 0.001 0.037
Si -0.003 -0.061 0.053
Si -0.007 -0.05 0.028
Si 0.003 -0.045 0.058
Si -0.013 -0.065 0.005
Si 0.061 0.042 0.004
Si 0.009 -0.024 0.089
Si 0.082 0.016 0.002
Si -0.023 0.015 0.061
Si 0.005 -0.001 0.055
Si -0.005 -0.018 0.012
Si -0.023 0.061 0.052
Si -0.001 0.01 0.039
Si 0.015 0.001 -0.03
Si -0.006 -0.013 0.042
Si -0.001 0.03 0.012
Si -0.17 -0.323 -0.405
Si 0.143 0.368 -0.353
Si -0.043 -0.008 -0.009
Si -0.002 0.014 0.069
Si 0.158 0.337 -0.366
Si 0.053 -0.002 0.049
Si -0.275 -0.301 -0.38
Si 0.161 0.02 -0.105
Si 0.025 0.066 0.032
Si 0.038 -0.002 0.045
Si 0.032 0.029 0.002
Si 0.02 -0.022 0.029
Si -0.004 -0.035 -0.046
Si -0.051 0.003 -0.028
Si -0.013 -0.003 0.01
Si 0.007 0 0.027
Si -0.254 -0.196 -0.285
Si 0.013 -0.015 0.029
Si 0.349 0.191 -0.358
Si -0.002 0.005 0.018
Si -0.007 0.053 0.008
Si 0.015 0.01 0.023
Si -0.003 -0.022 0.045
Si -0.008 -0.022 0.014
Si -0.016 -0.006 0.045
Si -0.016 0.015 0.047
Si -0.014 -0.015 -0.006
Si 0.028 -0.012 0.047
Si 0.007 -0.002 0.029
Si 0.039 0.049 0.07
Si 0.004 0.027 0.044
Si -0.031 -0.037 0.029
Si -0.022 0.031 0.019
Si -0.044 -0.005 0.07
Si 0.015 -0.009 -0.002
Si 0.019 0.04 -0.02
Si 0.007 -0.008 0
Si 0.091 -0.391 -0.351
Si -0.025 -0.005 0.041
Si -0.029 -0.008 0.015
Si 0.29 0.288 -0.423
Si 0.029 0.009 0.033
Si 0.05 -0.027 -0.018
Si -0.045 -0.043 0.038
Si 0.055 0.028 0.046
Si 0.004 -0.015 0.067
Si 0.429 0.383 -0.451
Si -0.145 0.136 -0.736
Si -0.363 0.123 -0.687
Si -0.073 -0.141 -0.526
Si 0.093 0.051 -0.624
Si 0.604 -0.052 -0.66
Si -0.069 0.186 -0.723
Si 0.109 -0.208 -0.714
Si -0.057 0.004 -0.68
Si -0.154 0.27 -0.698
Si -0.098 0.248 -0.68
Si 0.004 0.081 -0.466
Si -0.346 0.351 -0.137
Si 0.041 -0.125 -0.75
Si -0.324 0.436 -0.12
Si 0.11 -0.101 -0.707
Si -0.133 0.055 -0.704
Si 0.288 -0.049 -0.682
Si 0.165 -0.345 -0.708
Si 0 -0.51 -0.552
Si 0.05 -0.041 -0.639
Si -0.009 0.044 -0.627
Si 0.127 -0.048 -0.71
Si 0.199 -0.411 -0.469
Si -0.155 -0.149 -0.602
Si -0.259 0.268 -0.726
Si 0.261 0.143 -0.58
Si 0.23 -0.174 -0.51
Si -0.29 0.251 -0.432
Si -0.083 0.072 -0.693
Si 0.415 -0.203 -0.293
Si 0.096 0.256 -0.646
Si -0.246 0.426 -0.493
Si -0.412 -0.436 -0.413
Si -0.145 0.013 -0.656
Si 0.385 -0.374 -0.133
Si -0.141 0.224 -0.487
Si 0.053 0.21 -0.721
Si -0.075 -0.061 -0.648
Si -0.074 -0.018 -0.734
Si -0.244 0.088 -0.707
Si 0.154 -0.08 -0.76
Si 0.296 0.061 -0.476
Si -0.084 0.261 -0.689
Si -0.052 0.006 -0.771
Si 0.243 -0.114 -0.72
Si 0.1 -0.265 -0.665
Si -0.111 0.176 -0.678
Si -0.074 0.011 -0.456
Si 0.237 -0.101 -0.708
Si -0.11 0.087 -0.787
Si 0.121 -0.157 -0.778
Si 0.08 -0.058 -0.652
Si -0.093 0.13 -0.782
Si -0.204 0.25 -0.695
Si -0.139 -0.361 -0.61
Si 0.081 -0.141 -0.705
Si 0.109 -0.251 -0.563
Si -0.15 0.196 -0.787
Si -0.026 0.029 -0.57
Si 0.072 0.026 0.005
Si 0.077 0.272 -0.589
Si 0.162 0.019 -0.52
Si -0.148 0.225 -0.744
Si -0.133 0.014 -0.704
Si 0.01 -0.02 -0.697
Si -0.284 -0.061 -0.544
Si -0.221 0.083 -0.782
Si 0.13 -0.3 -0.688
Si -0.001 -0.009 -0.75
Si -0.347 0.221 -0.668
Si 0.167 -0.158 -0.746
Si -0.14 0.063 0.135
Si -0.15 -0.111 -0.162
Si -0.098 0.134 0.082
Si 0.073 -0.053 -0.068
Si 0.029 0.047 -0.028
Si 0.012 -0.054 -0.236
Si -0.055 -0.009 -0.059
Si -0.039 0.211 -0.049
Si -0.01 0.112 0.049
Si -0.116 0.023 0.004
Si 0.012 -0.025 -0.089
Si -0.028 0.029 -0.19
Si -0.001 -0.051 -0.138
Si -0.114 -0.021 0.196
Si 0.058 0.115 -0.183
Si 0.083 0 -0.086
Si 0.029 0.052 -0.153
Si -0.023 -0.008 -0.181
Si -0.046 0.017 0.252
Si -0.042 0.03 0.003
Si 0.045 0.027 0.089
Si 0 0.021 -0.064
Si 0.073 0.087 0.016
Si -0.034 -0.006 -0.158
Si -0.001 -0.014 -0.045
Si 0.241 -0.046 -0.184
Si 0.05 -0.017 0.117
Si -0.032 0.083 -0.143
Si 0.024 -0.051 0.124
Si -0.097 0.05 -0.135
Si 0.042 0.021 0.119
Si 0.028 -0.065 0.13
Si 0.057 -0.034 -0.21
Si -0.367 0.428 -0.555
Si -0.132 0.032 0.235
Si 0.029 0.101 0.004
Si 0.075 -0.004 0.066
Si 0.148 0.079 0.34
Si 0.088 0.01 -0.214
Si 0.008 0.093 -0.124
Si 0.037 0.092 0.077
Si 0.129 0.062 -0.257
Si -0.044 -0.068 0.116
Si 0.098 0.071 0.02
Si 0.054 -0.075 0.172
Si 0.022 0.121 0.13
Si -0.101 0.019 -0.171
Si -0.069 -0.037 0.181
Si 0.142 -0.013 0.138
Si -0.06 -0.039 -0.112
Si -0.082 0.074 0.061
Si 0.103 0.049 0.192
Si -0.084 -0.074 -0.111
Si -0.105 -0.073 -0.276
Si 0.049 -0.002 0.012
Si 0.025 0.155 -0.075
Si -0.027 0.014 -0.136
Si -0.155 -0.054 -0.099
Si -0.047 0.001 0.023
Si 0.073 0.031 0.037
Si 0.084 -0.024 -0.167
Si 0.019 0.139 0.28
Si -0.151 -0.019 0.161
Si -0.051 -0.074 -0.184
Si -0.068 -0.097 -0.064
Si 0.019 -0.023 -0.12
Si 0.088 -0.083 0.285
Si -0.088 -0.108 -0.064
Si -0.087 -0.073 0.076
Si 0.016 0.038 -0.032
Si -0.011 0.131 0.091
Si -0.005 0.074 -0.098
Si -0.022 0.003 -0.232
Si -0.056 -0.014 -0.174
Si -0.092 -0.031 -0.011
Si 0.02 -0.104 0.052
Si -0.075 -0.013 0.256
Si 0.033 -0.008 0.151
Si -0.159 -0.055 0.253
Si 0.033 0.106 0.047
Si 0.008 0.141 0.148
Si 0.031 -0.095 0.229
Si 0.001 -0.015 -0.036
Si 0.041 -0.033 -0.027
Si 0.114 0.05 -0.153
Si 0.013 0.059 -0.052
Si 0.047 -0.003 0.004
Si 0.071 0.016 -0.127
Si -0.078 -0.013 0.133
Si 0.051 -0.053 -0.251
Si -0.172 0.036 -0.176
Si -0.088 0.028 0.013
Si 0.004 -0.002 -0.006
Si -0.023 0.067 0.007
Si 0.055 0.035 -0.143
Si 0.007 0.013 0.074
Si 0.045 -0.009 -0.112
Si 0.003 0.038 -0.037
Si -0.034 -0.005 0.067
Si 0.059 -0.032 -0.193
Si -0.052 -0.057 -0.028
Si -0.076 0.029 -0.087
Si -0.148 -0.024 -0.092
Si -0.084 0.012 0.062
Si 0.137 -0.078 -0.282
Si 0.051 -0.082 -0.246
Si -0.009 -0.009 0.079
Si 0.019 -0.09 0.038
Si 0.078 -0.012 0.195
Si 0.038 0.07 -0.054
Si -0.052 0.158 -0.259
Si 0.045 0.062 -0.106
Si -0.043 -0.043 -0.251
Si 0.02 0.063 0.096
Si 0.161 0.033 0.055
Si -0.08 0.027 -0.042
Si 0.087 -0.081 -0.104
Si 0.022 -0.051 -0.162
Si -0.273 0.442 0.577
Si -0.05 -0.048 0.08
Si 0.049 -0.028 0.018
Si -0.035 -0.08 0.1
Si 0 -0.071 0.047
Si 0.183 -0.13 0.084
Si -0.216 -0.054 -0.017
Si -0.065 -0.169 -0.079
Si -0.006 0.023 -0.141
Si -0.004 -0.054 0.07
Si -0.016 0.065 0.072
Si 0.025 0.01 -0.053
Si -0.017 -0.039 0.114
Si -0.141 -0.051 0.063
Si 0.086 -0.15 0.141
Si 0.059 0.059 -0.086
Si 0.061 0.019 -0.213
Si 0.048 -0.077 -0.011
Si -0.104 -0.205 0.158
Si 0.006 0.028 0.128
Si -0.028 -0.133 -0.155
Si 0.105 0.016 -0.334
Si 0.03 0.038 0.277
Si 0.036 0.075 0.016
Si -0.01 -0.001 -0.147
Si 0.018 0.029 -0.034
Si -0.061 -0.044 0.107
Si 0.016 -0.084 0.118
Si -0.013 -0.031 0.066
Si 0.012 0.123 0.066
Si -0.074 -0.033 -0.078
Si 0 -0.159 0.121
Si -0.007 0.049 0.09
Si 0.296 -0.24 -0.545
Si 0.017 -0.074 -0.127
Si -0.009 0.022 -0.233
Si 0.091 0.063 0.153
Si 0.015 0.02 0.003
Si 0.027 -0.027 0.019
Si 0.05 -0.02 0.162
Si 0.098 -0.035 -0.148
Si 0.045 0.031 -0.145
Si -0.068 -0.093 0.037
Si 0.037 0.065 0.749
Si -0.117 -0.03 0.06
Si -0.019 -0.172 0.152
Si -0.135 -0.044 0.18
Si -0.031 0.044 -0.102
Si 0.049 0.135 -0.008
Si 0.055 -0.004 0.221
Si -0.038 -0.11 0.179
Si 0.091 0.061 0.094
Si -0.055 -0.053 -0.014
Si -0.041 -0.008 0.003
Si 0.009 -0.017 0.246
Si -0.037 -0.028 -0.041
Si -0.01 -0.073 -0.016
Si -0.187 0.09 0.162
Si 0.029 -0.044 0.102
Si 0.023 0.02 -0.198
Si -0.021 -0.07 -0.171
Si -0.071 -0.012 -0.101
Si 0.049 0.01 -0.151
Si -0.144 0.112 -0.046
Si 0.098 0.065 -0.19
Si 0.036 -0.033 0.14
Si -0.108 0.021 0.807
Si -0.057 -0.031 0.024
Si 0.085 -0.032 -0.151
Si 0.013 -0.068 0.032
Si 0.06 0.066 0.346
Si -0.016 0.075 0.132
Si 0.086 0.032 0.03
Si -0.013 0.009 0.172
Si 0.034 -0.107 0.017
Si 0.075 0.069 -0.007
Si -0.006 -0.117 0.011
Si -0.104 -0.039 0.1
Si -0.092 0.04 0.006
Si 0.019 -0.037 -0.107
Si 0.13 -0.022 -0.195
Si 0.077 0.05 0.061
Si 0.068 -0.066 -0.015
Si 0.03 0.001 -0.003
Si 0.067 -0.189 0.038
Si -0.092 -0.065 0.037
Si -0.09 0.12 -0.035
Si -0.09 -0.005 0.055
Si -0.002 0.091 0.167
Si 0.081 0.004 -0.01
Si 0.038 0.018 0.146
Si 0.037 0.009 -0.113
Si -0.041 0.034 0.115
Si 0.004 0.169 0.108
Si 0.049 0.124 0.018
Si -0.035 0.133 -0.257
Si -0.062 -0.022 0.154
Si -0.119 -0.099 0.086
Si -0.186 -0.045 0.188
Si -0.16 0.025 0.016
Si -0.158 -0.064 -0.049
Si -0.03 0.138 -0.009
Si 0.052 -0.034 0.111
Si -0.092 0.066 0.061
Si -0.167 -0.008 0.18
Si 0.043 -0.083 0.123
Si 0.059 0.026 -0.113
Si -0.027 -0.118 0.122
Si 0.028 0.208 -0.132
Si -0.112 0.025 0.127
Si 0.089 -0.002 0.138
Si 0.063 0.018 0.024
Si 0.119 0.008 -0.221
Si 0.094 0.02 0.142
Si 0.046 -0.062 -0.048
Si -0.123 -0.049 0.232
Si -0.115 0.086 -0.214
Si 0.036 -0.018 0.028
Si -0.017 0.04 -0.024
Si 0.044 0.02 -0.031
Si 0.08 0.099 0.239
Si 0.028 0.071 0.06
Si -0.06 -0.135 0.135
Si 0.058 0.007 -0.149
Si -0.049 0.001 0.101
Si -0.021 -0.008 -0.011
Si -0.043 0.077 -0.114
Si -0.074 -0.006 -0.05
Si 0.024 0.023 -0.153
Si 0.016 -0.072 -0.205
Si -0.012 0.069 -0.077
Si 0.003 -0.102 0.395
Si 0.306 -0.189 0.633
Si 0.002 0.056 0.058
Si 0.018 0.075 -0.056
Si 0.086 0.036 -0.219
Si 0.066 0.016 0.073
Si -0.03 0.079 0.071
Si 0.006 -0.103 0.005
Si -0.098 0.096 -0.07
Si -0.013 0.051 -0.047
Si 0.092 -0.162 -0.009
Si 0.126 0.036 0.052
Si 0.053 0.011 0.016
Si 0.012 -0.108 0.134
Si 0.074 0.052 0.019
Si -0.077 -0.059 0.111
Si -0.082 -0.161 -0.198
Si 0.068 -0.014 -0.014
Si 0.057 -0.016 -0.189
Si 0.056 0.114 -0.091
Si -0.006 0.182 0.109
Si -0.084 -0.018 -0.052
Si -0.112 -0.061 0.154
Si 0.1 0.039 0.071
Si -0.027 0.097 -0.043
Si 0.108 0.033 0.225
Si 0.081 -0.025 0.187
Si 0.094 -0.097 0.152
Si -0.047 0.037 0.28
Si 0.116 0.141 -0.045
Si -0.11 -0.093 -0.155
O 0.365 -0.494 -0.108
O 0.09 0.113 0.714
O -0.072 -0.038 -0.326
O 0.087 0.252 0.376
O 0.148 -0.425 0.126
O -0.662 0.005 0.241
O 0.408 0.183 -0.191
O -0.205 -0.185 -0.363
O -0.529 0.642 0.201
O -0.271 0.401 0.502
O -0.18 -0.073 0.269
O -0.041 0.116 0.625
O -0.021 0.441 -0.055
O -0.105 -0.293 0.047
O -0.032 -0.147 -0.164
O 0.077 -0.034 -0.822
O 0.438 0.261 0.139
O -0.118 0.448 0
O -0.215 0.177 -0.536
O -0.236 0.448 0.102
O -0.002 -0.047 0.662
O -0.144 0.08 -0.584
O -0.092 -0.159 0.212
O 0.309 -0.383 -0.471
O -0.579 0.194 0.055
O -0.007 -0.543 -0.368
O -0.346 -0.39 -0.201
O -0.019 -0.364 -0.143
O 0.376 -0.353 -0.516
O 0.001 0.312 -0.47
O 0.28 -0.062 0.113
O -0.134 -0.1 -0.418
O -0.453 -0.524 -0.137
O -0.597 -0.229 0.428
O -0.179 0.382 -0.513
O 0.113 -0.391 -0.402
O 0.503 -0.031 0.054
O 0.343 0.197 0.246
O -0.047 -0.038 0.202
O 0.203 -0.234 0.634
O -0.13 -0.042 -0.299
O 0.06 -0.045 -0.17
O 0.352 -0.256 0.334
O -0.485 -0.255 0.274
O 0.306 -0.063 0.081
O -0.135 -0.573 -0.191
O -0.077 0.1 -0.603
O 0.014 -0.644 0.148
O -0.327 0.321 0.337
O -0.281 -0.547 -0.194
O -0.012 -0.061 0.079
O 0.683 0.173 0.069
O -0.487 0.107 0.304
O -0.154 0.435 0.236
O 0.136 -0.227 -0.235
O 0.14 -0.384 0.46
O -0.004 0.192 0.602
O 0.583 0.353 -0.143
O -0.055 0.067 -0.456
O 0.483 0.392 -0.086
O 0.1 0.675 -0.115
O -0.024 0.14 -0.562
O -0.237 0.413 -0.545
O 0.113 -0.339 -0.4
O -0.288 -0.09 0.228
O -0.445 -0.157 -0.108
O 0.581 -0.333 -0.268
O -0.319 -0.69 0.122
O 0.303 -0.132 0.435
O -0.041 -0.391 -0.159
O -0.57 -0.401 0.009
O -0.124 -0.374 0.244
O -0.024 -0.475 -0.19
O -0.275 -0.132 0.043
O 0.078 0.918 0.089
O 0.058 -0.26 0.106
O -0.438 -0.093 0.098
O -0.063 0.147 -0.428
O 0.137 -0.133 -0.274
O -0.202 0.236 -0.299
O 0.552 -0.251 -0.245
O -0.778 0.242 -0.304
O 0.241 0.167 0.085
O 0.318 0.449 0.731
O 0.178 -0.445 0.145
O -0.026 -0.385 -0.423
O 0.17 0.106 0.391
O 0.075 0.421 0.069
O 0.115 -0.052 -0.278
O -0.115 -0.313 -0.436
O 0.444 -0.316 -0.027
O 0.002 -0.07 -0.072
O -0.338 0.421 0.439
O 0.107 -0.25 -0.065
O 0.25 -0.045 -0.256
O 0.118 -0.274 -0.164
O -0.088 -0.095 0.091
O -0.049 -0.208 -0.373
O 0.675 0.485 0.277
O -0.083 0.153 -0.11
O 0.322 0.307 -0.578
O -0.08 -0.231 -0.394
O -0.071 -0.057 -0.255
O 0.036 -0.37 -0.122
O 0.095 0.335 -0.384
O 0.233 -0.32 -0.03
O -0.134 -0.549 0.592
O 0.092 0.17 -0.25
O -0.066 0.07 -0.297
O -0.051 0.145 -0.628
O 0.146 -0.285 0.084
O 0.502 0.57 -0.119
O -0.166 0.288 -0.529
O -0.174 -0.017 -0.351
O 0.152 0.066 0.752
O 0.501 -0.407 -0.07
O -0.297 -0.287 -0.272
O -0.177 -0.248 -0.226
O -0.463 -0.245 -0.19
O -0.347 0.135 -0.374
O -0.124 0.553 -0.282
O 0 -0.236 -0.52
O -0.03 0.236 0.026
O -0.466 0.307 -0.221
O 0.104 -0.309 -0.296
O 0.146 -0.23 0.329
O -0.139 0.466 -0.107
O 0.008 0.219 -0.035
O 0.231 0.276 -0.633
O -0.085 0.497 -0.025
O 0.23 0.055 -0.132
O -0.113 -0.157 0.353
O 0.128 0.641 0.278
O -0.019 0.471 0.451
O 0.183 -0.131 -0.245
O -0.044 -0.258 -0.147
O -0.109 -0.136 -0.281
O -0.358 0.226 -0.243
O 0.067 0.127 0.227
O -0.011 0.228 -0.115
O 0.029 0.337 -0.183
O 0.175 0.159 -0.172
O 0.607 -0.096 0.009
O 0.063 0.008 -0.034
O -0.397 -0.038 0.194
O -0.018 -0.126 0.492
O 0.307 -0.027 0.207
O -0.243 -0.337 0.242
O -0.017 -0.072 0.225
O -0.189 -0.385 0.509
O -0.162 0.511 0.444
O -0.062 -0.268 -0.236
O 0.135 -0.501 0.488
O 0.075 0.068 0.38
O -0.312 -0.057 -0.258
O 0.572 -0.332 -0.192
O -0.2 0.053 0.11
O 0.38 -0.52 0.464
O 0.31 0.467 -0.284
O 0.641 0.113 0.115
O 0.271 -0.357 0.094
O -0.215 0.294 -0.269
O -0.138 -0.536 0.145
O 0.223 0.49 -0.173
O 0.36 -0.161 0.176
O 0.261 0.264 0.733
O 0.256 0.522 -0.12
O 0.665 -0.239 0.123
O 0.132 0.013 0.221
O -0.167 0.144 0.484
O -0.121 0.056 0.097
O -0.321 -0.545 0.601
O -0.17 0.274 0.588
O 0.026 0.08 0.4
O 0.44 0.455 0.46
O -0.399 -0.11 -0.047
O -0.088 0.436 -0.027
O -0.142 0.284 0.159
O -0.686 -0.157 0.073
O -0.471 -0.395 0.057
O 0.032 0.018 0.35
O -0.416 0.141 0.106
O 0.61 -0.498 -0.038
O -0.043 -0.006 -0.369
O -0.178 0.248 -0.153
O 0.093 -0.401 0.083
O 0.302 0.227 -0.532
O -0.11 -0.648 -0.407
O -0.589 -0.213 0.243
O -0.066 -0.034 -0.056
O -0.348 0.261 -0.3
O 0.136 -0.136 0.129
O -0.397 0.423 0.375
O -0.567 -0.008 0.004
O 0.504 -0.258 -0.009
O -0.021 -0.13 -0.239
O -0.428 0.062 0.491
O 0.005 0.003 -0.002
O 0.245 -0.023 -0.1
O 0.149 0.478 -0.474
O -0.071 0.005 0.463
O 0.062 -0.151 -0.516
O 0.041 -0.032 0.756
O 0.109 -0.048 -0.268
O 0.472 -0.44 -0.06
O 0.219 -0.268 0.269
O 0.182 -0.268 0.096
O 0.12 0.527 0.476
O -0.31 -0.107 0.406
O 0.335 -0.281 0.268
O 0.231 -0.514 0.349
O 0.364 0.184 -0.4
O -0.354 0.303 0.023
O -0.177 -0.103 0.633
O 0.303 -0.362 0.417
O 0.095 0.018 0.377
O -0.237 0.269 0.411
O 0.443 -0.329 -0.117
O 0.141 0.137 0.511
O -0.161 -0.298 -0.096
O -0.028 -0.13 -0.258
O -0.352 -0.395 0.269
O -0.008 0.637 -0.095
O -0.234 0.54 0.283
O 0.216 -0.395 0.271
O -0.075 0.488 -0.698
O 0.24 0.064 -0.592
O -0.608 0.051 0.202
O -0.073 0.358 0.169
O -0.132 0.192 -0.589
O 0.066 0.031 0.371
O 0.015 -0.205 -0.113
O -0.713 -0.387 -0.284
O 0.202 -0.464 -0.148
O -0.149 0.146 0.064
O -0.08 0.382 -0.267
O 0.159 0.39 0.329
O -0.042 0.25 0.339
O -0.571 0.313 0.362
O 0.445 0.287 -0.283
O 0.042 0.123 0.383
O -0.135 -0.022 0.52
O -0.267 -0.187 -0.618
O -0.128 -0.06 0.209
O -0.444 -0.214 0.174
O 0.332 0.384 -0.353
O 0.173 0.064 0.469
O 0.005 -0.14 0.076
O 0.272 -0.16 0.504
O -0.556 0.002 -0.059
O -0.225 -0.33 -0.853
O 0.048 0.038 0.463
O 0.032 0.234 0.478
O -0.328 -0.306 -0.035
O 0.24 0.249 -0.721
O 0.125 0.156 0.176
O 0.017 -0.046 0.309
O -0.038 0.016 -0.638
O -0.252 0.411 0.218
O -0.071 0.035 0.454
O -0.031 -0.084 0.73
O 0.267 0.279 0.453
O 0.33 -0.185 -0.516
O 0.109 -0.142 -0.341
O -0.287 -0.057 0.44
O 0.135 0.372 0.673
O 0.23 -0.02 0.167
O -0.159 0.085 0.31
O -0.268 -0.166 0.216
O 0.103 0.083 0.029
O 0.083 0.314 -0.545
O 0.539 -0.282 -0.11
O -0.273 0.265 -0.017
O 0.452 -0.606 -0.241
O -0.436 0.557 0.09
O 0.038 -0.083 -0.486
O 0.258 0.103 0.104
O 0.323 0.034 -0.106
O 0.437 -0.532 -0.138
O 0.034 -0.104 0.283
O -0.153 -0.385 0.521
O 0.085 -0.505 0.13
O 0.149 0.069 0.319
O -0.209 0.013 -0.071
O -0.385 -0.127 -0.039
O 0.241 -0.4 0.398
O -0.068 0.135 0.246
O -0.203 0.038 -0.215
O 0.152 0.11 -0.038
O 0.075 0.181 0.625
O 0.204 0.463 0.279
O 0.093 -0.253 0.128
O 0.306 -0.047 -0.226
O -0.02 0.293 0.17
O 0.163 0.259 -0.292
O -0.297 0.334 0.102
O -0.68 -0.208 0.333
O -0.314 0.567 -0.073
O -0.283 0.544 0.353
O -0.214 0.261 -0.012
O 0.159 -0.016 -0.438
O 0.082 0.025 0.057
O 0.035 0.059 0.322
O 0.405 -0.049 0.475
O 0.045 -0.505 -0.519
O -0.235 -0.11 0.004
O 0.215 -0.441 0.159
O 0.421 0.088 -0.487
O -0.182 -0.298 0.3
O 0.539 0.181 0.321
O 0.068 0.305 0.351
O -0.477 0.303 0.494
O -0.042 -0.48 -0.29
O 0.192 0.46 0.073
O -0.292 -0.072 0.277
O 0.236 -0.417 -0.038
O -0.045 0.16 0.377
O 0.08 0.32 0.454
O 0.08 -0.561 0.18
O -0.074 -0.082 -0.045
O -0.061 -0.14 -0.254
O -0.431 0.236 0.176
O 0.039 -0.131 0.546
O -0.229 0.47 0.343
O -0.064 -0.686 -0.117
O -0.063 -0.2 0.68
O 0.289 0.498 -0.312
O 0.353 0.451 0.089
O -0.112 0.075 0.076
O 0.189 0.541 0.211
O -0.055 -0.066 0.17
O -0.003 0.044 0.322
O 0.2 -0.271 0.591
O 0.193 -0.14 -0.34
O 0.188 -0.162 0.771
O 0.164 0.04 0.76
O -0.137 -0.123 0.104
O -0.204 0.528 0.138
O 0.435 0.834 0.158
O -0.378 0.034 -0.453
O 0.022 0.538 0.067
O 0.025 -0.455 0.221
O -0.276 0.369 0.134
O 0.253 0.4 -0.001
O 0.029 -0.157 0.444
O -0.131 -0.062 0.173
O 0.261 -0.538 -0.257
O -0.207 0.082 -0.313
O 0.09 -0.293 0.424
O -0.232 0.198 0.043
O 0.121 0.104 0.122
O 0.488 -0.052 0.043
O 0.382 0.091 0.057
O -0.21 -0.641 0.292
O -0.739 -0.026 0.314
O 0.124 -0.497 -0.276
O -0.246 0.229 0.365
O -0.044 0.284 -0.399
O 0.142 -0.441 0.227
O 0.173 0.23 -0.612
O 0.292 0.112 0.352
O 0.342 -0.213 -0.44
O 0.49 -0.195 -0.126
O 0.428 -0.086 0.114
O 0.24 -0.567 0.221
O 0.122 0.57 -0.256
O 0.382 0.189 0.342
O -0.777 -0.039 0.065
O 0.569 0.286 0.125
O -0.591 -0.075 -0.046
O -0.282 -0.458 0.008
O -0.185 0.391 -0.447
O 0.178 0.374 -0.483
O -0.173 0.07 0.019
O 0.433 0.077 -0.319
O 0.004 0.308 0.011
O -0.192 0.668 -0.23
O 0.284 0.157 0.639
O -0.021 -0.072 -0.241
O -0.656 -0.135 0.383
O -0.142 -0.426 -0.009
O 0.442 -0.466 -0.271
O 0.043 -0.047 -0.003
O 0.178 -0.034 0.267
O -0.241 0.1 0.411
O -0.036 -0.104 0.071
O -0.305 -0.464 -0.199
O -0.127 -0.088 -0.477
O -0.094 0.137 -0.168
O -0.02 0.03 0.432
O 0.14 0.112 -0.134
O -0.041 -0.138 -0.066
O -0.147 0.052 0.355
O -0.127 0.428 -0.073
O -0.255 -0.055 0.209
O 0.356 0.399 0.259
O -0.151 0.173 -0.036
O -0.352 -0.143 0.539
O -0.474 0.447 -0.232
O 0.063 -0.003 -0.531
O 0.279 -0.79 0.195
O -0.159 -0.117 -0.07
O -0.084 0.127 0.522
O 0.08 -0.09 0.156
O 0.574 0.045 -0.145
O 0.096 0.049 0.204
O 0.485 -0.306 -0.08
O 0.214 0.297 -0.007
O -0.223 -0.372 -0.321
O -0.114 -0.142 0.701
O -0.208 0.263 -0.245
O 0.548 0.103 0.443
O -0.09 0.436 0.336
O -0.424 0.361 -0.053
O 0.031 -0.178 0.321
O -0.449 0.394 -0.008
O -0.538 0.234 0.578
O -0.259 0.192 -0.096
O -0.085 -0.081 0.096
O 0.196 0.134 -0.398
O -0.081 -0.232 -0.144
O 0.17 -0.095 0.596
O -0.215 0.042 0.178
O -0.006 0.154 0.316
O 0.497 0.52 -0.268
O 0.457 0.075 0.522
O 0.276 0.207 -0.25
O -0.484 -0.43 -0.064
O 0.423 0.642 -0.157
O -0.057 0.039 0.322
O 0.447 0.145 0.345
O 0.542 -0.199 0.306
O 0.323 0.053 -0.125
O -0.497 -0.244 0.279
O -0.401 0.058 -0.255
O 0.047 -0.001 -0.419
O -0.474 0.459 -0.086
O -0.087 -0.048 -0.424
O 0.265 -0.023 -0.05
O -0.095 0.143 -0.575
O 0.226 0.1 -0.298
O -0.053 0.775 -0.124
O -0.222 0.516 0.083
O 0.062 0.348 0.023
O -0.295 0.254 -0.75
O -0.107 -0.249 0.016
O 0.019 0.52 -0.001
O 0.104 -0.014 0.427
O -0.184 0.441 -0.363
O -0.079 0.013 -0.648
O 0.167 -0.592 -0.004
O 0.636 0.28 -0.173
O 0.001 -0.696 -0.072
O 0.42 0.04 -0.423
O 0.285 0.115 -0.102
O 0.411 -0.068 0.346
O 0.116 -0.199 0.239
O 0.194 -0.349 0.174
O 0.478 -0.343 -0.143
O -0.125 0.127 0.027
O -0.221 0.023 -0.011
O -0.685 0.068 -0.454
O 0.375 -0.448 0.022
O 0.047 -0.053 0.253
O 0.276 -0.092 -0.106
O 0.126 -0.261 0.012
O 0.021 -0.282 -0.788
O 0.153 -0.079 -0.728
O 0.077 -0.232 0.084
O 0.143 -0.446 -0.573
O 0.401 -0.415 0.295
O 0.117 -0.126 -0.064
O 0.293 -0.111 0.166
O 0.092 -0.277 -0.154
O 0.16 0.352 0.436
O 0.181 -0.023 -0.418
O 0.094 0.24 -0.492
O -0.544 0.081 -0.393
O -0.247 0.378 0.472
O -0.323 -0.111 -0.496
O 0.178 -0.333 -0.167
O -0.028 0.004 -0.37
O 0.276 0.181 -0.121
O 0.754 0.246 -0.48
O -0.52 0.133 -0.228
O 0.453 0 0.154
O 0.434 0.354 0.235
O -0.642 0.195 -0.229
O 0.535 -0.057 0.281
O 0.134 -0.087 -0.165
O -0.008 0.024 -0.079
O -0.244 0.165 0.261
O -0.17 0.465 -0.355
O 0.031 -0.245 0.431
O 0.479 0.097 -0.297
O -0.257 -0.275 0.105
O -0.208 -0.368 0.581
O 0.133 0.509 -0.241
O 0.083 0.157 0.073
O 0.005 0.092 -0.567
O -0.394 0.167 -0.391
O -0.066 0.44 0.243
O 0.076 -0.057 0.203
O -0.117 -0.229 0.03
O 0.175 -0.136 -0.748
O -0.61 -0.089 0.233
O 0.318 0.364 0.424
O 0.422 0 0.129
O 0.194 -0.352 0.299
O -0.1 -0.085 0.098
O 0.112 0.053 0.048
O 0.047 -0.514 -0.286
O -0.027 0.531 -0.422
O 0.325 0.632 -0.006
O -0.546 -0.381 -0.107
O -0.244 -0.06 -0.453
O -0.279 0.004 0.072
O 0.281 -0.039 -0.169
O 0.021 -0.31 -0.355
O 0.401 0.13 -0.169
O -0.069 -0.029 0.045
O 0.232 0.07 -0.127
O 0.398 -0.092 -0.298
O -0.295 -0.089 0.067
O 0.485 0.373 0.16
O -0.01 -0.586 0.73
O 0.291 0.785 0.1
O -0.306 -0.109 -0.611
O 0.047 -0.086 -0.164
O -0.504 -0.149 -0.055
O 0.168 0.057 -0.251
O 0.166 -0.228 -0.044
O -0.303 -0.396 0.38
O 0.511 0.434 -0.037
O 0.418 -0.538 0.59
O -0.001 0.077 -0.343
O -0.302 0.286 -0.131
O -0.196 0.51 0.164
O 0.187 0.056 -0.008
O -0.29 -0.062 -0.107
O 0.153 -0.247 -0.285
O 0.085 0.261 0.099
O -0.319 0.49 0.409
O -0.403 0.293 0.226
O -0.205 0.317 -0.447
O 0.361 0.39 -0.495
O 0.175 0.07 0.21
O 0.042 0.003 0.248
O -0.366 -0.089 -0.528
O -0.328 0.349 -0.312
O 0.198 0.105 0.403
O -0.459 -0.168 0.393
O 0.018 -0.563 0.051
O -0.145 0.629 -0.24
O 0.166 -0.182 -0.528
O -0.211 0.055 -0.166
O -0.045 0.03 -0.261
O -0.45 0.015 0.16
O 0.275 0.367 0.05
O -0.291 -0.429 0.213
O -0.007 -0.02 -0.42
O 0.247 -0.02 0.395
O -0.141 0.219 -0.102
O -0.362 -0.251 0.605
O 0.341 0.012 0.581
O -0.13 -0.019 0.354
O -0.454 0.156 -0.049
O -0.03 0.235 0.615
O -0.027 -0.097 -0.801
O -0.336 0.075 -0.328
O -0.367 -0.024 0.28
O -0.098 -0.474 -0.562
O -0.279 0.454 0.035
O -0.14 -0.13 -0.231
O 0.598 0.328 0.048
O 0.103 -0.401 -0.163
O 0.323 -0.507 -0.234
O -0.402 0.21 -0.002
O -0.329 0.039 0.072
O -0.372 0.185 -0.141
O -0.287 -0.085 -0.26
O 0.348 0.469 0.042
O -0.596 -0.297 -0.072
O 0.067 0.155 -0.319
O -0.421 0.024 0.424
O -0.156 -0.197 -0.205
O 0.153 -0.33 -0.127
O -0.183 -0.276 -0.006
O 0.039 -0.007 0.316
O 0.205 0.279 -0.152
O 0.109 0.296 0.168
O -0.015 0.023 0.267
O -0.055 -0.003 0.333
O -0.207 -0.596 -0.1
O -0.13 -0.334 -0.124
O 0.108 -0.478 -0.234
O 0.077 0.158 -0.291
O 0.025 0.273 -0.004
O 0.076 -0.433 -0.289
O -0.092 -0.212 0.268
O -0.471 -0.242 -0.15
O 0.117 -0.18 0.268
O -0.04 0.063 -0.354
O -0.257 0.092 0.384
O -0.171 0.118 -0.279
O 0.347 0.167 0.043
O 0.411 -0.224 -0.146
O 0.036 0.074 -0.451
O 0.065 -0.055 -0.087
O -0.025 0.438 -0.161
O -0.108 0.017 0.141
O 0.138 -0.318 -0.306
O -0.272 0.555 -0.141
O 0.073 0.215 -0.288
O 0.024 -0.302 0.122
O 0.114 -0.545 -0.456
O -0.303 0.157 -0.337
O -0.137 -0.328 -0.074
O 0.465 0.107 -0.003
O 0.116 0.091 0.144
O 0.679 0.057 -0.022
O 0.162 0.128 0.504
O -0.175 0.317 -0.375
O 0.307 0.556 -0.079
O -0.027 0.305 -0.218
O -0.046 -0.081 0.095
O 0.475 -0.059 -0.523
O -0.309 0.495 0.01
O 0.045 0.037 -0.619
O -0.006 -0.259 0.178
O -0.236 0.529 0.185
O 0.265 0.264 -0.393
O -0.162 0.119 -0.324
O -0.489 -0.011 0.317
O -0.014 0.135 -0.604
O 0.038 0.173 0.038
O 0.669 -0.11 -0.024
O -0.003 -0.115 -0.153
O -0.301 -0.297 -0.157
O -0.075 -0.088 0.35
O -0.244 -0.131 -0.231
O -0.035 -0.069 -0.801
O -0.257 -0.327 0.386
O -0.513 -0.055 0.071
O 0.371 -0.41 0.218
O -0.361 0.391 -0.141
O -0.162 -0.128 -0.115
O -0.486 0.075 0.192
O -0.319 0.144 0.044
O 0.183 -0.412 0.277
O 0.144 -0.593 -0.067
O 0.215 0.653 0.329
O -0.209 -0.055 0.588
O -0.179 -0.306 0.076
O -0.106 -0.133 -0.314
O 0.197 -0.171 -0.196
O 0.132 -0.113 0.491
O -0.447 0.147 0.136
O 0.044 0.36 0.158
O 0.574 0.035 -0.491
O 0.012 0.17 0.589
O 0.338 -0.291 -0.171
O -0.098 -0.426 -0.055
O -0.239 -0.32 -0.261
O 0.115 -0.507 -0.026
O 0.274 0.419 -0.319
O 0.116 -0.66 -0.144
O -0.217 0.177 -0.213
O -0.036 -0.214 -0.349
O 0.3 -0.322 0.138
O 0.195 -0.033 -0.515
O 0.039 0.057 -0.402
O 0.103 0.01 -0.326
O -0.012 -0.159 -0.484
O -0.052 -0.661 -0.218
O 0.341 -0.004 -0.227
O 0.312 -0.231 0.291
O 0.181 0.215 0.479
O 0.01 0.106 0.257
O -0.214 0.307 -0.615
O -0.096 -0.08 -0.549
O 0.261 0.002 0.663
O 0.412 -0.141 0.131
O -0.235 0.105 -0.191
O -0.293 -0.301 -0.616
O -0.257 -0.242 -0.038
O -0.491 0.279 0.219
O -0.074 0.141 -0.19
O 0.186 0.012 -0.529
O -0.672 0.058 0.307
O 0.197 -0.331 0.514
O -0.435 0.114 0.362
O -0.152 0.147 -0.367
O -0.401 0.275 -0.448
O -0.237 -0.45 -0.329
O 0.145 0.097 -0.17
O -0.164 -0.333 0.151
O -0.233 -0.215 0.013
O 0.398 0.16 0.072
O -0.021 -0.119 -0.165
O -0.435 0.001 -0.751
O 0.433 0.214 0.12
O -0.244 -0.336 0.407
O -0.126 -0.088 0.193
Si -0.019 -0.003 -0.004
Si 0.003 -0.007 0.003
Si 0.009 -0.007 -0.004
Si 0.009 0 -0.002
Si 0.006 0.018 0.002
Si 0.015 0.01 0.002
Si -0.004 0.017 -0.006
Si -0.012 0.014 -0.006
Si -0.004 0.004 0.004
Si -0.008 -0.003 0.005
Si 0.013 0.006 0.007
Si -0.007 -0.005 0.007
Si 0.006 0.016 0.003
Si -0.002 -0.005 -0.012
Si 0.013 0.015 0.011
Si 0.009 -0.011 0.003
Si 0.007 -0.003 0.001
Si 0.003 -0.004 0
Si -0.003 -0.007 -0.008
Si 0.014 0.018 -0.003
Si -0.008 -0.018 0.004
Si 0.017 0.02 -0.005
Si -0.007 -0.022 -0.008
Si -0.002 -0.005 -0.011
Si -0.005 0.004 -0.002
Si -0.004 0.007 0.004
Si 0.001 0.012 0.007
Si -0.028 -0.009 0.006
Si -0.023 -0.007 -0.003
Si 0.011 0.007 0
Si -0.003 0.002 0.002
Si -0.021 -0.016 0.004
Si 0.009 0.006 -0.005
Si 0.002 -0.014 0.001
Si -0.001 0.005 0
Si 0.012 0.011 -0.016
Si 0.025 0.007 0.004
Si -0.009 -0.002 0
Si -0.003 0.004 -0.003
Si -0.004 -0.033 0
Si 0.002 -0.001 0.006
Si 0.018 0.001 -0.005
Si 0.011 -0.008 0.002
Si -0.009 0.005 0
Si 0.009 0.017 0.004
Si -0.002 0.02 -0.003
Si -0.011 -0.008 0.002
Si 0.002 -0.001 0.007
Si 0.005 0 0.003
Si 0.015 0 0.009
Si -0.012 -0.014 -0.004
Si -0.008 0.002 0.007
Si -0.004 0.007 0.008
Si 0.016 -0.003 -0.011
Si 0.011 -0.009 -0.005
Si -0.008 0.01 -0.013
Si -0.002 0.008 -0.006
Si -0.011 -0.009 0.005
Si -0.001 -0.009 0.003
Si 0.004 0.012 -0.008
Si 0.01 -0.001 0.002
Si -0.004 0 -0.005
Si -0.01 0.009 -0.002
Si -0.007 0.017 0.011
Si 0.007 -0.003 -0.003
Si 0.003 0.002 -0.01
Si -0.006 0.007 -0.002
Si -0.011 -0.028 -0.013
Si -0.011 -0.011 0.005
Si 0.007 0.01 0.003
Si 0.004 0.005 0
Si 0 0 -0.005
Si 0.005 0.004 -0.007
Si -0.001 -0.004 0.009
Si -0.026 -0.002 0
Si -0.007 0.015 -0.006
Si 0.008 -0.019 0.009
Si -0.003 0.007 0.001
Si -0.001 -0.014 0.008
Si 0.003 -0.002 0.003
Si 0.009 0.003 0.003
Si -0.007 0.002 0.011
Si 0.007 0 0.007
Si 0.001 0.009 -0.001
Si -0.001 0.003 -0.004
Si -0.002 -0.007 0
Si -0.005 -0.003 -0.003
Si 0.014 -0.013 -0.001
Si 0.011 0.008 0.006
Si -0.004 -0.005 0.001
Si 0.002 0.005 0.003
Si 0.008 -0.003 0.002
Si -0.003 0.002 0.005
Si 0.002 -0.006 0.007
Si -0.002 0.005 -0.002
Si 0.012 0.005 0.013
Si 0.01 -0.002 0.005
Si -0.016 -0.002 0.002
Si -0.015 0.002 0.003
Si 0.008 0.004 -0.002
Si 0 -0.004 0.003
Si -0.008 0.002 -0.002
Si 0.004 0.003 -0.004
Si 0.003 0.001 -0.005
Si -0.001 -0.003 0.001
Si -0.003 0.008 0.002
Si -0.003 -0.012 0.017
Si -0.002 -0.013 -0.001
Si -0.001 0.006 0.008
Si 0.007 -0.008 -0.003
Si -0.007 0.009 -0.01
Si -0.009 0.003 0.005
Si 0.003 0.001 0.001
Si -0.012 0.016 0.01
Si 0.013 0.003 0.001
Si 0.01 0.007 -0.001
Si -0.009 -0.013 0.005
Si -0.003 -0.02 0.004
Si 0.001 0.007 0.007
Si 0 0.006 -0.006
Si 0.015 -0.001 0.003
Si -0.015 0.003 -0.002
Si 0.002 0.007 0.002
Si 0.02 -0.008 0.003
Si 0.005 -0.02 0.01
Si -0.011 0.024 0.018
Si -0.015 0.006 0.007
Si -0.001 -0.007 0.001
Si -0.002 -0.003 -0.007
Si 0.003 -0.001 0.009
Si 0.006 0.009 -0.003
Si -0.002 -0.002 0.001
Si -0.003 0 -0.005
Si 0.005 -0.001 -0.004
Si 0.008 -0.005 0.004
Si 0.001 -0.003 0.002
Si 0.015 -0.002 0.017
Si 0.002 -0.017 0.008
Si -0.012 0.012 0.006
Si 0.002 0.004 0
Si 0.001 0.007 0.002
Si 0.007 -0.009 0.004
Si -0.012 -0.004 -0.007
Si -0.01 -0.001 0.005
Si -0.008 0.007 0.004
Si -0.006 0.01 0.004
Si -0.005 0.008 0.001
Si 0.021 -0.004 0.007
Si 0.014 0.006 -0.005
Si -0.002 -0.004 0.002
Si 0.008 -0.016 -0.005
Si -0.008 0.021 -0.009
Si -0.017 0.007 -0.008
Si -0.011 -0.02 0.003
Si 0.008 -0.006 0
Si 0.006 -0.006 0.007
Si 0.002 -0.009 0
Si -0.012 0.001 -0.005
Si 0.011 -0.01 0
Si 0.006 0.02 -0.001
Si 0.02 0.006 0.005
Si 0.013 -0.004 -0.003
Si -0.005 0.016 -0.013
Si 0.006 0.004 -0.005
Si -0.005 0.007 -0.006
Si 0.005 0.001 0
Si -0.002 -0.002 -0.01
Si -0.006 -0.009 -0.003
Si 0.001 0.012 -0.002
Si -0.018 0.008 -0.007
Si -0.012 -0.007 -0.004
Si -0.002 0.002 -0.003
Si -0.007 0.011 -0.005
Si -0.004 -0.011 0.007
Si -0.021 -0.009 -0.001
Si -0.009 -0.01 0.001
Si 0.023 0.004 -0.005
Si 0.005 0.007 -0.004
Si 0.006 0.003 -0.011
Si 0.013 -0.003 -0.008
Si 0.006 0.01 -0.007
Si -0.003 0.003 0.001
Si -0.01 -0.003 -0.002
Si 0.005 0.011 -0.012
Si 0.009 -0.008 -0.004
Si 0.003 -0.002 0.007
Si 0.009 -0.003 -0.001
Si -0.013 -0.009 -0.012
Si 0.004 -0.011 -0.007
Si 0.01 0.019 0.005
Si -0.014 0.011 0.002
Si 0.002 -0.018 0.001
Si 0.003 -0.006 -0.004
Si 0 -0.007 0.008
Si 0.001 -0.023 -0.005
Si 0.003 -0.01 -0.005
Si -0.008 0.013 -0.005
Si -0.007 0.022 -0.012
Si 0.005 0.004 -0.001
Si 0.001 -0.003 -0.01
Si 0.007 0.01 0.002
Si -0.005 -0.003 0.007
Si -0.002 0.01 0.002
Si -0.001 -0.006 0.007
Si 0.01 -0.01 0.004
Si -0.008 0.004 0.002
Si -0.002 0.011 0.009
Si 0.001 -0.001 -0.002
Si -0.009 -0.004 -0.007
Si 0.003 0.007 -0.008
Si -0.01 -0.006 -0.019
Si -0.009 0.002 -0.01
Si -0.004 -0.009 0.006
Si -0.004 0.007 -0.003
Si 0.009 -0.003 -0.001
Si 0.007 0.012 -0.007
Si 0.001 -0.005 0.001
Si 0.011 0.01 -0.013
Si -0.015 -0.018 -0.005
Si -0.011 -0.001 -0.003
Si -0.013 -0.012 0.005
Si 0.019 0.001 -0.001
Si 0.005 0.014 0.01
Si -0.015 -0.037 0.001
Si 0.006 0.011 0.003
Si 0 0.017 0.004
Si 0.002 0.012 0.001
Si 0.006 0.009 -0.001
Si 0.003 -0.008 0
Si 0.02 -0.005 0.001
Si -0.003 -0.006 -0.006
Si 0.009 -0.01 -0.002
Si 0.001 0.01 0
Si -0.006 0.008 0.002
Si 0.01 -0.006 0
Si -0.003 0.015 0.014
Si 0.004 -0.015 0.002
Si -0.009 -0.015 0.003
Si -0.016 -0.009 0.001
Si 0.004 0.005 0.005
Si 0.014 0.015 -0.001
Si 0.003 0.011 0.001
Si 0 0.01 0
Si 0.006 0.017 -0.004
Si -0.015 -0.006 0
Si -0.012 -0.003 -0.006
Si 0.003 -0.002 0.004
Si 0.005 -0.011 -0.013
Si -0.003 -0.005 -0.007
Si 0.011 0.002 0.009
Si -0.011 -0.005 0.003
Si -0.015 -0.005 0.014
Si 0.007 -0.006 0.011
Si 0.015 -0.009 0.008
Si -0.002 -0.002 -0.002
Si -0.016 -0.02 -0.005
Si -0.003 0.013 0.001
Si -0.006 -0.003 0.007
Si -0.003 0.003 -0.009
Si 0.002 -0.006 0.006
Si -0.004 0.015 0.003
Si -0.001 -0.017 0
Si -0.004 0.005 -0.01
Si 0.006 0.017 -0.006
Si -0.003 0 -0.013
Si 0.001 -0.004 -0.011
Si -0.007 0.009 0.004
Si 0.012 0.012 0.016
Si 0.011 0.004 -0.001
Si -0.004 -0.008 0.002
Si 0.001 -0.003 0.006
Si -0.006 -0.001 -0.004
Si -0.015 -0.002 0.002
Si -0.004 0.022 0
